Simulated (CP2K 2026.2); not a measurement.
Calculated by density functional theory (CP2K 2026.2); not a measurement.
Periodic cell of 2016 atoms, Si1440O576, from a study of silicon, its oxide and their interface. The atomic structure is a simulated model.
Doubt: the forces sum to 10.39 eV/angstrom along one axis rather than to zero, so they err by at least 0.0052 eV/angstrom per atom on average; the grid cutoff is modest.

Settings: functional PBE; method Gaussian and plane waves; basis set DZVP-MOLOPT-SR-GTH; pseudopotentials GTH-PBE; grid cutoff 300 Ry, relative cutoff 40 Ry; k points Gamma only; occupations fixed; spin none; net charge 0.

Cell vectors (angstrom)
a	65.28	0	0
b	0	16.32	0
c	-0.2461	-3.8402	33.6326

Atoms and the computed forces on them: element, x, y, z (angstrom), force x, y, z (eV/angstrom)
Si	1.144	-0.962	0.073	0.041	-0.221	0.693
Si	4.104	1.276	-0.121	0.206	-0.031	0.721
Si	1.04	4.582	0.008	0.215	-0.315	0.754
Si	3.8	7.059	0.283	0.093	-0.011	0.761
Si	1.6	-7.119	0.211	-0.093	0.163	0.753
Si	4.484	-4.347	0.196	-0.161	-0.004	0.677
Si	7.24	-1.894	0.03	-0.106	0.218	0.796
Si	9.15	1.57	0.045	0.208	-0.128	0.674
Si	7.007	3.9	0.032	-0.25	0.101	0.754
Si	9.565	6.554	0.163	-0.046	0.273	0.723
Si	6.675	9.819	0.137	0.031	-0.151	0.715
Si	-6.568	-4.343	-0.099	-0.105	0.252	0.697
Si	-3.707	-1.508	-0.175	-0.321	0.152	0.728
Si	-1.037	1.272	0.005	-0.183	0.076	0.706
Si	-4.373	4.309	0.115	0.113	-0.084	0.762
Si	-1.354	6.678	0.049	-0.121	0.235	0.647
Si	-4.215	-6.45	0	0.056	-0.282	0.762
Si	-1.646	-3.838	0.165	0.188	-0.021	0.745
Si	2.778	0.042	1.387	-0.023	0.026	-0.046
Si	5.411	2.685	1.269	0.001	-0.013	-0.052
Si	2.603	5.504	1.501	-0.002	0.018	-0.028
Si	5.461	8.236	1.418	-0.011	0.024	-0.064
Si	2.78	-5.464	1.395	-0.023	0.032	-0.045
Si	5.596	-2.792	1.487	0.03	0.028	-0.06
Si	8.102	-0.076	1.335	-0.017	-0.018	-0.028
Si	-5.508	2.669	1.333	0.008	0.029	-0.076
Si	8.089	5.385	1.494	-0.008	-0.025	-0.049
Si	-5.358	8.182	1.26	0.007	0.022	-0.03
Si	8.086	-5.422	1.655	-0.036	0.01	-0.069
Si	-5.437	-2.626	1.125	0.02	-0.017	-0.043
Si	-2.651	0.051	1.253	0.024	0.02	-0.039
Si	0.074	2.838	1.322	0.028	0.016	-0.002
Si	-2.783	5.439	1.422	0	-0.005	-0.05
Si	-0.109	8.166	1.426	0.006	-0.029	-0.047
Si	-2.795	-5.349	1.494	-0.016	0.007	-0.051
Si	-0.001	-2.628	1.322	0.033	-0.018	-0.034
Si	1.423	1.461	2.714	-0.026	-0.013	0.022
Si	4.046	4.059	2.677	0.007	-0.019	-0.001
Si	1.225	6.822	2.853	0.019	0.039	0.033
Si	4.088	9.542	2.833	0.014	-0.03	0.028
Si	1.364	-4.044	2.656	-0.006	-0.009	0.031
Si	4.106	-1.392	2.7	0.02	-0.012	0.006
Si	6.72	1.299	2.687	-0.003	0.02	0.02
Si	9.474	4.02	2.787	0.022	-0.016	0.035
Si	6.753	6.811	2.764	-0.015	0.025	0.02
Si	9.511	-6.856	2.783	0.017	-0.003	0.025
Si	6.795	-4.061	2.997	-0.017	-0.03	0.059
Si	-6.748	-1.383	2.684	0.016	-0.048	0.008
Si	-4.075	1.336	2.642	0.011	0.023	0.015
Si	-1.388	4.062	2.728	-0.001	-0.021	0.016
Si	-4.073	6.866	2.746	-0.01	-0.002	0.025
Si	-1.395	-6.737	2.767	-0.006	-0.015	0.009
Si	-4.186	-3.951	2.718	-0.025	0.049	0.03
Si	-1.359	-1.303	2.717	-0.032	0.016	0.017
Si	0.011	0.069	4.049	0.036	-0.008	-0.012
Si	2.731	2.758	4.129	-0.016	0.019	0.012
Si	-0.088	5.42	4.161	0.019	-0.013	-0.006
Si	2.672	8.175	4.14	-0.016	0.009	-0.021
Si	0.001	-5.38	4.071	0.021	0.022	0.006
Si	2.71	-2.72	4.063	0.006	-0.013	0.011
Si	5.395	-0.014	4.102	0.011	0.027	-0.005
Si	8.092	2.658	4.085	-0.001	-0.02	0
Si	5.378	5.434	4.07	-0.006	-0.02	0.01
Si	8.139	-8.192	4.132	-0.005	0.024	0
Si	5.393	-5.439	4.243	-0.005	0.005	0.008
Si	8.209	-2.655	4.184	-0.011	0.004	-0.008
Si	-5.41	-0.011	4.057	-0.016	0.013	-0.009
Si	-2.749	2.694	4.061	0.005	0.013	0.017
Si	-5.429	5.458	4.091	0.007	-0.025	-0.022
Si	-2.731	8.201	4.127	0.004	-0.015	-0.007
Si	-5.487	-5.416	4.048	0.011	0.014	-0.017
Si	-2.749	-2.656	4.078	0.004	-0.018	-0.018
Si	1.375	-1.325	16.334	0.005	0.01	-0.011
Si	4.096	1.366	16.371	0	-0.004	0.002
Si	1.349	4.052	16.399	-0.005	0	0.004
Si	4.056	6.781	16.323	-0.013	-0.012	-0.003
Si	1.354	-6.816	16.333	-0.004	-0.002	-0.012
Si	4.095	-4.07	16.3	0	-0.001	0
Si	6.835	-1.342	16.277	0.006	-0.002	-0.014
Si	-6.809	1.324	16.443	-0.005	-0.018	0.01
Si	6.807	4.088	16.296	0.004	-0.002	-0.004
Si	-6.812	6.782	16.388	-0.01	0.001	-0.009
Si	6.811	-6.783	16.262	-0.002	0.003	-0.002
Si	-6.836	-4.114	16.419	-0.009	-0.002	0.005
Si	-4.083	-1.37	16.453	0.007	0.01	0.003
Si	-1.37	1.34	16.423	-0.001	-0.007	0.009
Si	-4.091	4.045	16.41	-0.008	0.004	-0.001
Si	-1.374	6.742	16.397	0.007	-0.007	0.004
Si	-4.106	9.493	16.366	-0.003	0.001	-0.004
Si	-1.378	-4.068	16.381	0.009	-0.018	-0.004
Si	2.764	-0.029	17.735	-0.019	-0.01	0.012
Si	5.496	2.733	17.703	0.016	-0.022	0.011
Si	2.718	5.425	17.741	0.002	0.014	-0.01
Si	5.457	8.165	17.596	-0.012	-0.004	-0.001
Si	2.72	-5.422	17.647	-0.003	-0.013	0.017
Si	5.508	-2.724	17.628	-0.012	0.008	-0.019
Si	8.174	0.036	17.637	-0.013	-0.005	0.019
Si	-5.402	2.657	17.801	0.001	-0.005	0.001
Si	8.184	5.44	17.637	0.007	0.025	0.021
Si	-5.464	8.149	17.75	0.013	-0.005	-0.002
Si	8.157	-5.413	17.63	-0.007	0.011	0.01
Si	-5.478	-2.756	17.766	0.001	0.006	0.015
Si	-2.707	-0.008	17.843	0.003	-0.011	-0.005
Si	0.003	2.682	17.789	0.019	0.004	0.016
Si	-2.74	5.388	17.793	0.021	0.018	0.018
Si	0.034	-8.217	17.703	0.008	0.003	-0.018
Si	-2.734	-5.479	17.707	0.013	0.01	0.008
Si	-0.033	-2.62	17.685	-0.006	0.018	-0.029
Si	1.383	1.286	19.125	-0.037	-0.005	-0.028
Si	4.144	4.092	19.065	-0.013	0.016	0.006
Si	1.364	6.77	19.136	-0.014	0.003	-0.018
Si	4.102	-6.814	18.953	0.021	0.012	-0.024
Si	1.365	-3.97	18.928	0.043	-0.008	-0.009
Si	4.244	-1.362	19.029	0.001	0.011	-0.013
Si	6.878	1.4	19.087	0.003	0.008	-0.001
Si	-6.801	4.004	19.105	-0.004	0.009	-0.025
Si	6.841	6.854	18.964	0.005	0.013	-0.039
Si	-6.763	9.492	19.19	-0.007	-0.007	-0.002
Si	6.817	-4.077	19.028	-0.017	-0.012	-0.009
Si	9.59	-1.36	18.876	0.004	0.002	-0.016
Si	-4.039	1.342	19.254	-0.007	0.035	-0.015
Si	-1.378	4.02	19.178	-0.025	-0.039	-0.017
Si	-4.139	6.772	19.113	0.002	-0.011	-0.014
Si	-1.35	-6.871	19.013	-0.023	0.005	-0.021
Si	-4.096	-4.141	19.084	-0.015	-0.009	-0.039
Si	-1.334	-1.355	19.224	0.022	0.004	-0.01
Si	0.051	-0.025	20.655	0.028	0.025	0.059
Si	2.836	2.656	20.383	-0.007	-0.022	0.054
Si	-0.025	5.416	20.515	-0.002	0.044	0.031
Si	2.794	8.172	20.387	0.008	-0.035	0.034
Si	-0.035	-5.335	20.19	-0.029	0.006	0.013
Si	2.841	-2.733	20.293	-0.012	-0.031	0.05
Si	5.583	-0.01	20.474	0.013	-0.011	0.047
Si	8.308	2.73	20.451	-0.002	-0.016	0.047
Si	5.521	5.505	20.363	-0.007	0.017	0.071
Si	8.151	8.263	20.353	-0.026	-0.016	0.061
Si	5.436	-5.47	20.348	-0.001	-0.011	0.072
Si	8.286	-2.713	20.253	0.014	-0.014	0.062
Si	-5.475	-0.043	20.503	-0.011	-0.016	0.062
Si	-2.66	2.663	20.703	0.02	0.013	0.057
Si	-5.454	5.35	20.484	0.023	0.007	0.032
Si	-2.716	-8.21	20.427	0.001	-0.002	0.024
Si	-5.367	-5.496	20.556	0.033	0.001	0.036
Si	-2.771	-2.776	20.459	0.013	0.011	0.062
Si	1.845	-1.164	21.68	-0.271	-0.012	-0.712
Si	4.001	1.148	21.786	0.196	0.148	-0.683
Si	1.275	3.818	21.636	-0.003	0.162	-0.746
Si	4.451	7.101	21.717	-0.193	-0.103	-0.783
Si	1.52	-6.484	21.419	0.07	-0.106	-0.612
Si	3.813	-4.405	21.644	0.087	0.16	-0.714
Si	7.308	-1.148	21.641	-0.231	0.039	-0.698
Si	-7.114	1.147	21.693	0.164	0.033	-0.736
Si	7.188	4.444	21.616	-0.156	-0.231	-0.749
Si	-7.028	6.46	21.808	0.094	0.156	-0.663
Si	6.593	-6.944	21.75	0.216	0.133	-0.769
Si	9.732	-3.832	21.717	-0.107	-0.236	-0.746
Si	-4.332	-1.641	21.799	0.089	0.16	-0.717
Si	-0.957	1.632	22.086	-0.317	-0.328	-0.735
Si	-3.905	4.279	21.91	-0.102	-0.264	-0.728
Si	-1.699	6.52	21.819	0.227	0.051	-0.753
Si	-3.766	-6.697	21.875	-0.229	-0.054	-0.58
Si	-1.609	-4.396	21.679	0.004	0.024	-0.666
Si	4.419	-3.787	24.633	-0.091	0.048	-0.162
Si	4.821	7.209	-4.337	-0.025	-0.027	0.132
Si	0.792	-6.37	25.553	-0.004	0.029	-0.058
Si	3.144	5.091	26.191	-0.011	0.016	0.007
Si	-3.544	-0.466	-3.163	0.076	0.008	0.081
Si	6.84	-4.536	-4.538	0.108	-0.035	0.129
Si	3.909	-6.336	26.301	0.015	0.04	0.035
Si	-0.469	-3.934	24.451	0.003	0.026	-0.004
Si	-5.52	8.137	24.052	0.014	0.004	-0.032
Si	5.724	-1.92	-4.775	-0.001	0.098	0.047
Si	-7.75	-0.461	-2.053	0.041	0.039	0.208
Si	7.762	5.778	26.227	-0.016	0.019	-0.001
Si	2.6	-7.175	-4.47	0.124	0.005	0.052
Si	6.002	-0.222	-2.257	-0.021	0.017	0.154
Si	0.381	-5.098	-1.592	-0.011	0.003	0.118
Si	-8.445	7.709	-2.17	0.001	0.07	0.189
Si	5.329	7.305	26.35	-0.012	0.112	-0.14
Si	-0.251	8.008	-3.914	-0.201	-0.091	-0.109
Si	-5.42	2.497	23.955	-0.007	0.076	-0.073
Si	1.059	2.67	-4.468	-0.095	-0.005	-0.024
Si	-3.067	-2.632	-5.362	0.127	0.117	0.095
Si	-7.627	-5.787	24.088	-0.075	-0.084	-0.124
Si	-4.118	-8.104	-5.088	0.121	0.206	0.071
Si	5.133	5.263	-2.006	-0.039	-0.09	0.134
Si	-0.137	-2.563	-5.383	-0.017	0.012	0.11
Si	0.238	7.975	23.455	-0.07	0.021	0.059
Si	-2.568	-7.863	-2.274	-0.071	-0.056	0.131
Si	1.617	3.842	-7.229	0.03	0.063	0.024
Si	-4.825	1.741	-7.11	-0.034	-0.013	0.006
Si	2.418	5.871	23.511	0.096	-0.026	-0.107
Si	-3.94	-0.213	24.507	-0.047	-0.04	-0.07
Si	1.797	-2.179	24.599	0.013	0.039	-0.118
Si	-8.911	1.835	-3.89	0.134	0.079	-0.014
Si	-1.414	0.977	25.242	0.053	0.148	-0.196
Si	-10.465	-7.262	26.12	-0.077	-0.021	0.074
Si	-0.913	0.161	-4.463	-0.047	-0.09	-0.047
Si	-6.883	3.925	-4.31	-0.019	0.011	-0.102
Si	6.539	-1.665	24.439	0.034	-0.096	0.006
Si	-2.544	-0.287	-7.114	0.083	0.081	0.141
Si	7.195	-7.308	-4.483	-0.033	0.069	0.054
Si	2.768	3.265	-2.088	-0.012	0.079	0.109
Si	-7.202	-3.248	-2.976	-0.15	0.027	0.164
Si	-2.418	3.219	-2.078	-0.013	-0.047	0.151
Si	-1.837	6.61	-6.011	0.15	-0.047	0.003
Si	2.495	-3.002	-1.595	0.001	0.037	0.126
Si	1.758	-4.357	-4.005	0.025	-0.107	0.105
Si	-0.764	5.109	-3.687	-0.153	0.055	-0.053
Si	-5.704	-3.81	-5.349	-0.127	0.079	0.022
Si	-7.646	2.226	-6.56	-0.079	0.08	0.091
Si	-5.309	-6.067	-6.966	0.148	-0.038	-0.114
Si	-4.325	2.262	-4.17	-0.109	-0.033	0.094
Si	5.432	1.218	24.486	-0.021	0.176	-0.169
Si	3.75	6.024	-7.007	-0.001	0	-0.058
Si	8.11	-0.864	-6.635	0.006	-0.026	-0.089
Si	1.344	-1.333	5.411	0.006	-0.002	-0.006
Si	4.054	1.358	5.469	-0.001	-0.011	0.005
Si	1.329	4.087	5.481	-0.003	0.001	0.002
Si	4.03	6.785	5.462	0.004	0.002	-0.001
Si	1.323	9.564	5.468	-0.009	0	0.001
Si	4.015	-4.054	5.511	-0.009	0.009	0.009
Si	6.782	-1.327	5.485	0.003	-0.006	0.001
Si	9.498	1.378	5.463	-0.013	0.007	0.016
Si	6.751	4.066	5.424	-0.005	-0.006	-0.008
Si	9.51	6.772	5.448	0.004	-0.015	0.002
Si	6.791	-6.822	5.504	0.003	-0.008	0.007
Si	9.54	-4.076	5.476	0.02	-0.003	0.024
Si	-4.082	-1.334	5.475	0.001	-0.008	-0.001
Si	-1.375	1.368	5.444	-0.005	0.007	-0.006
Si	-4.079	4.079	5.444	-0.011	-0.002	0.005
Si	-1.413	6.813	5.499	-0.006	0.003	0.009
Si	-4.113	-6.756	5.442	-0.006	0.019	-0.003
Si	-1.389	-4.043	5.427	0.003	0.002	0.003
Si	2.685	0.001	6.816	-0.004	0.015	0
Si	5.41	2.725	6.817	0.001	0	-0.007
Si	2.677	5.447	6.84	-0.008	0.003	0.002
Si	5.404	-8.182	6.826	0.008	0.008	-0.008
Si	2.664	-5.419	6.858	0	0.013	-0.001
Si	5.41	-2.696	6.83	-0.001	-0.01	-0.007
Si	8.148	0.021	6.831	0.006	0.003	-0.001
Si	10.865	2.763	6.772	-0.009	0.01	-0.008
Si	8.129	5.419	6.788	0.002	0.001	-0.005
Si	10.889	-8.157	6.754	0.003	0	-0.006
Si	8.154	-5.432	6.82	-0.001	0.004	-0.004
Si	10.901	-2.709	6.804	0	0.002	-0.001
Si	-2.723	0.016	6.833	-0.001	-0.004	-0.005
Si	-0.033	2.721	6.829	0.016	0.005	-0.001
Si	-2.757	5.439	6.845	0.006	-0.002	-0.002
Si	-0.034	8.185	6.825	0.014	-0.008	-0.003
Si	-2.738	-5.414	6.807	-0.004	0.004	-0.002
Si	-0.024	-2.691	6.794	0.001	0	-0.013
Si	1.323	1.355	8.185	-0.013	-0.012	0
Si	4.043	4.078	8.179	-0.001	-0.009	-0.006
Si	1.321	6.819	8.188	0.003	0.008	-0.003
Si	4.044	-6.801	8.177	-0.005	-0.006	0.001
Si	1.304	-4.055	8.196	0.001	-0.012	0.002
Si	4.044	-1.347	8.187	0.005	-0.002	-0.006
Si	6.776	1.375	8.176	0.009	0.01	-0.002
Si	9.496	4.085	8.152	0.002	-0.006	0.001
Si	6.776	6.781	8.162	-0.013	-0.006	-0.004
Si	9.528	-6.806	8.136	0.007	0.007	-0.001
Si	6.774	-4.075	8.164	0.001	0	-0.001
Si	9.514	-1.359	8.153	-0.01	-0.014	-0.004
Si	-4.076	1.366	8.207	0.009	0.015	0.004
Si	-1.385	4.084	8.198	0.009	0	-0.001
Si	-4.12	6.806	8.189	-0.007	-0.009	0.001
Si	-1.399	-6.785	8.186	0	-0.002	-0.006
Si	-4.093	-4.073	8.189	0	0.005	0.004
Si	-1.378	-1.357	8.189	0.011	0.005	0.005
Si	-0.027	-0.001	9.56	0.001	-0.003	0.001
Si	2.684	2.719	9.54	0.005	0.007	0.004
Si	-0.03	5.451	9.552	0.009	0.005	0.001
Si	2.684	-8.151	9.546	-0.004	-0.005	-0.002
Si	-0.046	-5.428	9.558	-0.006	0.009	0.007
Si	2.684	-2.709	9.548	-0.004	0.007	0.005
Si	5.411	0.015	9.531	-0.005	0.003	0.001
Si	8.14	2.731	9.519	0.001	-0.001	0.004
Si	5.408	5.437	9.529	0.007	-0.005	0.002
Si	8.147	-8.159	9.491	0.011	0	-0.008
Si	5.411	-5.435	9.522	0.006	0.01	-0.001
Si	8.142	-2.712	9.506	-0.001	0.001	0.004
Si	-5.445	-0.005	9.557	0	0.002	-0.004
Si	-2.73	2.722	9.574	0.006	-0.003	0.002
Si	-5.458	5.435	9.565	-0.005	0.005	0.001
Si	-2.751	-8.157	9.551	0.01	0.004	-0.001
Si	-5.452	-5.442	9.553	0.003	-0.003	-0.008
Si	-2.739	-2.717	9.56	0.004	-0.007	-0.006
Si	1.33	-1.358	10.923	-0.001	0.004	0.002
Si	4.049	1.364	10.897	0	-0.004	0
Si	1.329	4.083	10.904	-0.009	0.004	-0.006
Si	4.045	-9.524	10.889	-0.001	0.007	-0.001
Si	1.321	-6.796	10.91	0.015	-0.002	-0.002
Si	4.052	-4.077	10.891	-0.007	-0.013	0.001
Si	6.78	-1.353	10.868	0.001	0.001	0
Si	9.507	1.362	10.851	-0.011	0.003	0.001
Si	6.771	4.08	10.879	0.003	0.003	0.005
Si	9.501	-9.514	10.85	0.005	-0.009	0.005
Si	6.783	-6.801	10.857	0	-0.002	0
Si	9.514	-4.082	10.833	-0.003	0	-0.001
Si	-4.095	-1.363	10.932	0.004	0.002	0.003
Si	-1.38	1.354	10.933	0.008	0.002	0.007
Si	-4.097	4.074	10.934	0.01	-0.002	-0.005
Si	-1.393	6.801	10.92	-0.002	-0.006	-0.001
Si	-4.102	-6.804	10.928	-0.007	-0.003	-0.005
Si	-1.396	-4.08	10.936	-0.003	-0.004	0.006
Si	2.695	0.009	12.27	-0.002	-0.001	-0.001
Si	5.415	2.723	12.246	-0.005	0.001	0.002
Si	2.691	5.437	12.264	0.001	-0.006	-0.003
Si	5.415	-8.156	12.221	0.003	-0.008	-0.001
Si	2.692	-5.436	12.258	-0.005	0.007	-0.004
Si	5.422	-2.708	12.234	0.002	0.01	-0.004
Si	8.143	0.011	12.215	0.005	-0.008	0.004
Si	10.869	2.73	12.188	0.002	0.002	0
Si	8.136	5.451	12.212	-0.009	0.003	0.004
Si	10.874	-8.154	12.188	-0.007	0.009	-0.002
Si	8.151	-5.434	12.198	0.004	0.003	0.004
Si	10.877	-2.706	12.163	0.001	0.004	-0.008
Si	-2.74	-0.005	12.303	0	0.002	0.002
Si	-0.017	2.722	12.279	0.013	0.006	-0.002
Si	-2.734	5.428	12.296	-0.002	0.004	0.002
Si	-0.032	8.16	12.283	0.002	0.004	-0.004
Si	-2.753	-5.445	12.305	0.001	0	-0.001
Si	-0.03	-2.718	12.29	0.005	-0.002	-0.003
Si	1.348	1.375	13.641	-0.01	0.005	-0.001
Si	4.053	4.071	13.616	0.005	0.001	0.007
Si	1.327	6.784	13.635	0.004	0	0.002
Si	4.064	-6.803	13.596	0	-0.005	-0.002
Si	1.339	-4.083	13.634	0.008	-0.014	0.001
Si	4.067	-1.352	13.609	-0.01	0.007	0.005
Si	6.786	1.364	13.59	-0.004	0.002	0.006
Si	9.506	4.089	13.546	-0.006	0.002	0.001
Si	6.766	-9.521	13.574	-0.001	0.008	0.007
Si	9.512	-6.798	13.542	0.011	-0.011	0.007
Si	6.801	-4.069	13.567	-0.003	-0.003	0.008
Si	9.524	-1.357	13.536	-0.001	-0.007	-0.002
Si	-4.099	1.342	13.684	0.003	0.004	0.008
Si	-1.379	4.057	13.659	0.01	-0.006	-0.003
Si	-4.093	6.779	13.663	0.002	-0.009	0.004
Si	-1.387	9.511	13.662	-0.001	0	0.006
Si	-4.11	-4.082	13.674	-0.01	0.004	0.007
Si	-1.379	-1.359	13.668	0.003	-0.005	0.007
Si	-0.012	0.026	15.007	0.019	0.001	-0.005
Si	2.717	2.717	15.014	-0.009	0.001	0.005
Si	-0.011	5.407	15.019	-0.003	0	0.004
Si	2.707	8.151	14.963	0	0.005	0.005
Si	-0.022	-5.436	15.009	0.011	0.011	-0.004
Si	2.709	-2.712	14.971	-0.011	-0.002	0.001
Si	5.43	0.011	14.965	-0.001	-0.006	0.012
Si	8.16	2.735	14.921	0.003	0.006	0.007
Si	5.419	5.434	14.953	-0.005	0.009	0.004
Si	8.142	-8.154	14.894	0	-0.004	0.001
Si	5.439	-5.426	14.923	-0.003	0.003	0.001
Si	8.179	-2.705	14.91	0.005	0.015	0
Si	-5.449	-0.026	15.066	-0.004	-0.003	0.006
Si	-2.728	2.696	15.043	0.007	0.004	0.001
Si	-5.444	5.416	15.038	0.005	0.007	-0.002
Si	-2.729	8.126	15.031	-0.001	0.002	-0.005
Si	-5.474	-5.456	15.029	-0.007	-0.009	0.002
Si	-2.748	-2.714	15.035	0.003	-0.002	0.012
Si	17.448	-1.103	-0.021	0.075	-0.146	0.707
Si	20.399	1.162	-0.175	0.012	0.298	0.667
Si	17.467	4.373	0.116	0.139	-0.26	0.756
Si	20.307	6.806	0.363	0.129	-0.062	0.712
Si	18.189	-7.259	-0.31	-0.45	0.384	0.665
Si	20.765	-4.414	0.043	-0.071	0.067	0.71
Si	23.843	-1.858	0.14	-0.271	0.046	0.788
Si	25.626	1.519	0.347	0.105	0.029	0.664
Si	23.452	3.778	0.068	-0.245	0.123	0.714
Si	26.154	6.517	0.042	-0.105	0.129	0.791
Si	22.9	9.639	-0.008	0.188	-0.071	0.74
Si	9.452	-3.998	0.47	-0.017	0.033	0.495
Si	12.474	-1.553	0.023	-0.164	0.154	0.692
Si	15.258	1.14	0.054	-0.07	0.028	0.647
Si	11.799	4.331	0.044	0.296	-0.15	0.788
Si	15.118	6.47	0.047	-0.066	0.22	0.711
Si	11.698	-6.138	-0.093	0.168	-0.309	0.667
Si	14.694	-3.799	-0.023	0.166	-0.163	0.698
Si	19.041	-0.02	1.317	-0.013	-0.023	-0.052
Si	21.716	2.642	1.209	-0.005	-0.026	-0.032
Si	18.983	5.385	1.569	-0.029	-0.03	-0.017
Si	21.827	8.145	1.459	0.002	0.027	-0.043
Si	19.092	-5.576	1.19	0.009	-0.01	-0.036
Si	21.95	-2.801	1.269	-0.023	0.034	-0.056
Si	24.544	-0.119	1.579	-0.021	-0.004	-0.03
Si	10.784	2.679	1.343	-0.005	-0.014	-0.089
Si	24.565	5.387	1.366	0.016	0.007	-0.046
Si	10.801	-8.021	1.183	0.005	0	-0.037
Si	24.403	10.726	1.49	-0.055	-0.054	-0.036
Si	10.935	-2.582	1.497	0.031	0.023	-0.04
Si	13.64	0.003	1.332	0.017	-0.006	-0.067
Si	16.377	2.706	1.361	0.007	0.025	-0.019
Si	13.514	5.372	1.329	-0.035	-0.007	-0.043
Si	16.348	-8.131	1.084	0.039	0.003	-0.06
Si	13.493	-5.353	1.251	0.012	-0.004	-0.082
Si	16.312	-2.708	1.276	-0.009	0.02	-0.054
Si	17.746	1.366	2.72	-0.003	-0.003	0.018
Si	20.433	3.973	2.716	0.029	-0.031	0.002
Si	17.593	6.874	2.701	-0.021	0.053	0.029
Si	20.393	9.497	2.737	-0.003	0.019	0.022
Si	17.705	-4.151	2.527	0.029	0.002	0.009
Si	20.472	-1.43	2.577	0.014	-0.024	0.019
Si	23.036	1.291	2.706	-0.012	0.046	-0.01
Si	25.892	4.086	2.786	0.003	0.001	0.04
Si	23.201	6.748	2.726	0.01	-0.004	0.004
Si	25.821	9.405	2.782	0.02	-0.006	0.014
Si	23.133	12.196	2.805	-0.004	-0.012	0.033
Si	9.526	-1.257	2.792	-0.013	-0.002	0.014
Si	12.233	1.361	2.66	-0.002	0.006	0.003
Si	14.909	4.028	2.682	0.017	0.011	0.014
Si	12.189	6.885	2.585	-0.023	-0.01	-0.006
Si	14.939	-6.792	2.49	-0.003	-0.027	0.003
Si	12.256	-4.038	2.772	0.002	-0.002	0.024
Si	14.982	-1.371	2.709	-0.005	-0.002	0.034
Si	16.348	0	4.041	-0.008	-0.007	0
Si	19.075	2.683	4.111	-0.01	0.004	0.016
Si	16.256	5.45	4.018	0.015	-0.017	-0.003
Si	19.011	8.153	4.072	0.002	-0.002	0.013
Si	16.304	-5.455	3.92	-0.015	0.002	-0.005
Si	19.071	-2.786	3.93	0.005	0.013	0.013
Si	21.713	-0.062	4.067	-0.001	-0.006	-0.001
Si	24.462	2.683	4.048	0.018	-0.025	-0.039
Si	21.784	5.393	4.038	-0.014	-0.003	-0.007
Si	24.498	8.077	4.154	-0.019	0.021	0.019
Si	21.73	10.866	4.116	0	-0.02	0.003
Si	24.493	-2.764	4.177	-0.011	-0.017	-0.029
Si	10.897	0.065	4.111	0.014	0.005	0.013
Si	13.577	2.698	4.056	-0.001	-0.008	0.027
Si	10.864	5.48	4.015	0.017	0.001	-0.038
Si	13.607	-8.14	3.948	0.004	0.008	-0.005
Si	10.874	-5.434	4.085	0.003	0.011	-0.019
Si	13.634	-2.706	4.102	-0.004	0.021	0.006
Si	17.671	-1.372	16.231	0.015	0.001	-0.014
Si	20.408	1.351	16.236	-0.012	0.009	-0.01
Si	17.655	4.109	16.22	-0.003	0.005	-0.005
Si	20.374	6.808	16.257	0.002	-0.008	-0.004
Si	17.701	-6.8	16.246	0.005	-0.009	0.003
Si	20.409	-4.055	16.277	-0.006	0.01	-0.006
Si	23.138	-1.35	16.319	0.007	-0.004	-0.002
Si	9.528	1.367	16.255	-0.001	-0.007	-0.003
Si	23.134	4.074	16.276	-0.004	0.018	-0.017
Si	9.499	-9.513	16.241	-0.01	-0.009	-0.003
Si	23.14	9.58	16.287	0.002	0.023	0.001
Si	9.533	-4.072	16.263	0.003	-0.003	0.001
Si	12.258	-1.346	16.231	0.01	-0.009	-0.01
Si	14.942	1.344	16.239	-0.008	-0.005	-0.012
Si	12.231	4.069	16.214	0.005	-0.011	-0.009
Si	14.963	-9.517	16.204	0.007	-0.005	-0.013
Si	12.229	-6.754	16.234	0.008	0.003	-0.006
Si	14.926	-4.078	16.23	-0.004	0.002	-0.008
Si	19.077	-0.047	17.564	-0.015	-0.014	0.003
Si	21.757	2.707	17.601	0.02	-0.016	-0.002
Si	18.992	5.454	17.61	-0.008	0.014	-0.002
Si	21.739	8.209	17.559	-0.015	-0.01	-0.003
Si	19.059	-5.433	17.608	0.001	-0.006	0.027
Si	21.786	-2.728	17.664	-0.001	0.005	-0.01
Si	24.445	0.046	17.703	-0.01	-0.003	-0.01
Si	10.912	2.702	17.6	-0.005	0.004	0.001
Si	24.529	5.406	17.625	0.001	0.002	0.001
Si	10.816	-8.082	17.545	-0.013	0.003	-0.014
Si	24.483	10.931	17.705	-0.017	-0.021	-0.003
Si	10.95	-2.733	17.58	0.015	-0.007	0.006
Si	13.593	-0.007	17.63	0.011	-0.009	-0.003
Si	16.283	2.748	17.543	0.015	0.003	0.015
Si	13.579	5.454	17.527	0.02	0.015	0.017
Si	16.332	-8.179	17.564	0.002	-0.002	-0.014
Si	13.596	-5.43	17.625	-0.02	0.009	0.028
Si	16.246	-2.686	17.565	-0.001	0.005	-0.017
Si	17.666	1.332	18.796	-0.024	0.013	-0.042
Si	20.363	4.053	18.897	-0.033	0.002	-0.021
Si	17.646	-9.5	18.988	0.002	-0.004	-0.028
Si	20.438	-6.778	18.991	0.038	0.013	-0.025
Si	17.605	-4.059	18.847	0.008	-0.009	-0.022
Si	20.454	-1.342	18.999	0.011	0.037	-0.024
Si	23.041	1.388	19.067	0.001	-0.008	-0.017
Si	9.57	4.049	18.958	-0.008	0.003	-0.03
Si	23.139	6.835	18.817	0.003	0.013	-0.027
Si	9.517	-6.738	18.991	0.017	-0.012	-0.004
Si	23.098	-4.073	19.099	-0.016	0.005	-0.014
Si	25.82	-1.285	19.06	0.028	-0.009	-0.03
Si	12.261	1.364	18.998	0.005	0.022	-0.018
Si	14.902	4.097	18.905	-0.008	-0.043	-0.025
Si	12.193	-9.455	18.791	0.002	-0.006	-0.027
Si	14.972	-6.848	18.912	0.001	0.002	-0.017
Si	12.276	-4.054	19.025	-0.002	0.017	-0.021
Si	14.907	-1.384	19.015	-0.013	-0.021	-0.005
Si	16.291	0.07	20.203	0.012	0.035	0.061
Si	19.026	2.617	20.177	0.037	-0.02	0.05
Si	16.234	5.449	20.283	0.013	0.042	0.065
Si	19.015	-8.11	20.313	-0.026	-0.013	0.047
Si	16.32	-5.449	20.226	0.019	-0.006	0.051
Si	18.997	-2.745	20.162	0.009	-0.017	0.034
Si	21.708	0.05	20.501	-0.002	-0.007	0.038
Si	24.364	2.713	20.489	0.016	0.012	0.029
Si	21.747	5.483	20.096	0.03	0.007	0.073
Si	24.457	8.154	20.25	-0.019	0.007	0.053
Si	21.812	-5.501	20.488	-0.022	-0.043	0.039
Si	24.416	-2.621	20.399	-0.025	0.02	0.058
Si	10.919	-0.05	20.295	0.004	-0.019	0.05
Si	13.548	2.787	20.355	0.003	0.01	0.077
Si	10.894	5.54	20.171	-0.002	0.013	0.058
Si	13.514	-8.176	20.195	-0.008	0.022	0.049
Si	10.867	-5.401	20.369	0.015	0.009	0.054
Si	13.628	-2.738	20.494	-0.011	-0.013	0.067
Si	17.866	-1.136	21.406	-0.062	-0.04	-0.723
Si	20.005	1.15	21.762	0.264	0.151	-0.661
Si	17.459	3.787	21.369	0.008	0.222	-0.755
Si	20.664	-9.304	21.436	-0.267	-0.049	-0.784
Si	17.871	-6.506	21.603	-0.076	-0.216	-0.69
Si	20.071	-4.321	21.508	0.129	-0.035	-0.725
Si	23.293	-1.078	21.841	-0.111	-0.165	-0.717
Si	9.509	1.097	21.746	0.044	0.269	-0.646
Si	23.168	4.428	21.584	-0.141	-0.364	-0.651
Si	9.385	6.691	21.533	0.127	0.222	-0.776
Si	22.969	-7.21	21.768	0.219	0.465	-0.66
Si	26.05	-3.822	21.517	-0.114	-0.144	-0.724
Si	11.948	-1.598	21.718	0.258	0.053	-0.728
Si	15.218	1.675	21.562	-0.154	-0.17	-0.772
Si	12.348	4.426	21.585	-0.029	-0.208	-0.74
Si	14.566	-9.752	21.527	0.175	0.012	-0.72
Si	12.444	-6.616	21.584	-0.235	-0.155	-0.767
Si	14.775	-4.47	21.661	0.076	0.327	-0.704
Si	19.358	-2.872	25.521	-0.015	-0.24	-0.077
Si	21.124	6.937	-4.343	-0.07	0.08	0.152
Si	18.605	-5.642	26.049	-0.002	0.037	-0.095
Si	19.325	-6.308	-5.898	-0.039	0.025	-0.043
Si	12.466	-0.796	-2.883	-0.084	0.052	0.181
Si	21.673	-2.617	-6.934	-0.038	0.073	0.06
Si	26.043	-5.208	24.101	-0.032	0.134	-0.055
Si	15.034	-3.554	24.495	0.031	-0.063	-0.165
Si	10.64	-7.836	23.786	-0.054	0.025	-0.261
Si	20.735	-1.59	-4.082	0.011	0.076	-0.03
Si	8.763	0.66	-2.774	0.02	-0.053	0.089
Si	22.404	4.502	24.593	0.012	0.047	-0.066
Si	18.187	4.295	25.688	0.033	-0.082	-0.064
Si	22.524	-0.28	-1.977	-0.095	0.139	-0.042
Si	18.627	-7.623	-3.4	0.11	-0.07	0.196
Si	8.537	-8.045	-1.961	-0.118	0.086	0.165
Si	18.894	0.088	-5.395	0.017	0.061	-0.037
Si	17.011	8.075	26.333	0.014	0.115	0.074
Si	12.37	4.086	26.131	-0.119	-0.129	-0.165
Si	18.063	3.794	-5.019	-0.058	0.051	0.201
Si	16.173	-4.18	-2.758	-0.042	0.088	0.03
Si	8.388	-5.599	23.948	-0.007	0.005	-0.124
Si	10.601	2.999	23.85	0.056	-0.114	-0.112
Si	21.654	5.069	-1.963	-0.024	-0.006	0.105
Si	14.311	-2.602	-4.318	0.041	0.003	0.004
Si	16.582	7.762	23.366	0.014	0.192	-0.1
Si	14.166	6.543	-2.888	0.032	-0.129	0.091
Si	23.455	4.006	-5.309	0.037	-0.037	-0.032
Si	11.714	1.328	-6.896	0.035	-0.055	-0.036
Si	18.738	5.702	23.234	-0.047	-0.015	-0.097
Si	13.033	-1.294	24.495	-0.054	-0.006	-0.195
Si	17.149	-1.496	24.211	-0.136	-0.071	-0.07
Si	7.48	3.428	24.372	0.031	-0.073	-0.133
Si	15.238	0.737	24.46	-0.008	0.047	-0.227
Si	10.036	-1.418	-4.415	-0.086	0.045	0.059
Si	16.246	1.552	-4.992	-0.057	-0.034	-0.12
Si	10.303	2.683	-4.716	0.005	0.052	0.015
Si	23.543	-4.417	25.501	-0.01	-0.046	-0.032
Si	14.285	-0.305	-6.521	-0.002	0.009	0.025
Si	22.156	-5.712	-7.05	-0.047	-0.049	-0.064
Si	19.211	3.157	-2.189	0.015	-0.025	0.096
Si	9.937	-4.411	-4.69	-0.033	-0.083	-0.069
Si	12.325	4.073	-2.98	-0.047	-0.008	0.118
Si	13.162	-7.673	-4.812	-0.002	0.04	0.026
Si	18.888	-2.995	-2.089	-0.026	0.081	0.159
Si	14.996	-5.22	-5.165	0.038	-0.066	-0.005
Si	16.595	6.531	-4.553	-0.032	-0.013	-0.033
Si	11.081	-6.527	-2.847	0.171	0.065	0.082
Si	8.873	1.867	-7.043	0.076	0.017	0.006
Si	10.658	6.763	26.211	-0.08	-0.031	0.114
Si	14.284	1.802	-2.763	-0.09	0.019	0.197
Si	20.263	2.276	24.769	0.026	0.033	-0.247
Si	15.343	3.394	26.146	-0.043	0.012	0.089
Si	27.457	-1.736	-2.821	0.039	-0.057	0.161
Si	17.722	-1.402	5.34	0.002	-0.023	-0.016
Si	20.399	1.306	5.456	0.008	-0.005	0.01
Si	17.667	4.095	5.373	0.007	0.017	-0.009
Si	20.398	6.767	5.384	0.006	0.002	0.005
Si	17.645	9.54	5.372	-0.001	0.003	-0.012
Si	20.371	12.24	5.421	0.005	0.021	0.002
Si	23.1	-1.377	5.454	0.007	0.009	0.007
Si	25.824	1.392	5.481	-0.015	0.007	0.011
Si	23.132	4.054	5.428	0.003	0.004	-0.016
Si	25.865	6.772	5.514	0.015	-0.009	0.009
Si	23.113	9.487	5.438	0.002	0.006	0.011
Si	25.848	12.193	5.503	0.008	0.007	0.028
Si	12.249	-1.343	5.432	-0.001	-0.016	0.009
Si	14.964	1.347	5.399	-0.004	0.001	0.005
Si	12.227	4.108	5.381	-0.013	0.008	-0.001
Si	14.917	6.815	5.373	-0.008	-0.003	0
Si	12.268	-6.802	5.38	0.002	-0.019	-0.001
Si	15	-4.107	5.379	0.015	-0.006	-0.003
Si	19.029	-0.05	6.776	0.008	0.001	-0.003
Si	21.769	2.694	6.782	-0.005	-0.011	-0.002
Si	19.035	5.427	6.752	-0.006	-0.01	-0.002
Si	21.746	8.126	6.774	-0.003	0	-0.005
Si	19.009	10.878	6.761	-0.017	0.008	0.001
Si	21.737	-2.733	6.798	-0.012	-0.001	-0.007
Si	24.469	-0.006	6.805	0.007	-0.006	-0.001
Si	27.194	2.758	6.816	-0.012	0.01	-0.014
Si	24.48	5.405	6.82	0.007	-0.003	-0.007
Si	27.21	8.139	6.864	-0.009	0	0.001
Si	24.465	10.841	6.824	-0.005	-0.004	-0.007
Si	27.194	-2.726	6.84	-0.003	-0.003	0.001
Si	13.61	0.009	6.78	0.002	-0.006	0
Si	16.318	2.727	6.742	-0.011	0.001	-0.004
Si	13.581	5.454	6.753	-0.003	0.004	-0.004
Si	16.301	8.162	6.731	-0.001	0.003	-0.004
Si	13.623	-5.45	6.747	0.001	0.008	-0.005
Si	16.356	-2.737	6.73	0.004	-0.002	-0.004
Si	17.673	1.35	8.102	-0.007	-0.014	-0.009
Si	20.397	4.068	8.117	-0.003	0.002	-0.008
Si	17.675	6.805	8.093	0.008	0.006	-0.005
Si	20.387	9.511	8.112	0.002	-0.004	-0.006
Si	17.682	-4.078	8.132	0.005	0.007	0.003
Si	20.397	-1.37	8.157	-0.002	-0.005	0.004
Si	23.124	1.358	8.164	0.006	0.011	0
Si	25.843	4.085	8.199	0.002	-0.001	0.007
Si	23.115	6.787	8.149	-0.001	0	-0.005
Si	25.836	9.509	8.19	0.004	0.007	-0.003
Si	23.106	-4.094	8.152	0.006	0.005	-0.004
Si	25.828	-1.359	8.172	-0.007	-0.008	0.003
Si	12.233	1.381	8.113	-0.002	0.003	-0.012
Si	14.955	4.089	8.1	0.01	0.005	-0.008
Si	12.228	6.804	8.125	-0.009	-0.006	0.003
Si	14.963	-6.808	8.117	0.001	-0.006	-0.003
Si	12.267	-4.088	8.121	0	0.011	0.002
Si	14.984	-1.374	8.096	0	-0.003	-0.007
Si	16.322	-0.006	9.466	-0.005	0.003	0.001
Si	19.039	2.705	9.468	0.009	-0.004	0.003
Si	16.32	5.445	9.457	0	-0.002	0.002
Si	19.033	8.154	9.47	-0.013	0	-0.001
Si	16.319	-5.442	9.473	0.001	0.004	0.007
Si	19.042	-2.731	9.501	0	0.001	0.007
Si	21.76	-0.003	9.509	-0.001	0.005	-0.002
Si	24.481	2.714	9.531	0.009	-0.008	0.001
Si	21.753	5.426	9.492	0.002	-0.007	0
Si	24.472	8.145	9.525	0.008	-0.001	-0.002
Si	21.749	-5.459	9.496	-0.006	0.007	-0.008
Si	24.468	-2.728	9.514	-0.008	0.003	0.008
Si	10.877	0.019	9.481	-0.007	0.007	0
Si	13.596	2.734	9.467	-0.005	0.008	0.001
Si	10.861	5.454	9.487	-0.015	0.008	0.003
Si	13.596	-8.16	9.473	-0.002	-0.003	-0.004
Si	10.888	-5.438	9.479	0.002	-0.001	-0.003
Si	13.621	-2.721	9.465	0.01	-0.013	0.002
Si	17.684	-1.355	10.838	0.009	-0.002	-0.001
Si	20.399	1.364	10.85	0.003	-0.003	0.002
Si	17.682	4.08	10.813	-0.004	0.002	-0.01
Si	20.402	6.803	10.837	0	0.001	-0.005
Si	17.682	9.52	10.826	0.006	0.006	-0.001
Si	20.405	-4.089	10.854	-0.001	0.002	0.006
Si	23.124	-1.357	10.868	-0.001	0.001	0.002
Si	25.847	1.363	10.886	0.001	-0.001	0.004
Si	23.115	4.083	10.868	0.003	0.008	0.002
Si	25.837	6.808	10.899	0.004	0.003	0.009
Si	23.122	9.522	10.87	0	0	-0.006
Si	25.836	-4.066	10.888	0.004	0.005	0.006
Si	12.249	-1.354	10.81	0.003	-0.003	-0.011
Si	14.958	1.361	10.812	-0.001	-0.009	-0.003
Si	12.229	4.088	10.827	-0.002	0.003	-0.004
Si	14.958	6.798	10.821	-0.001	0.003	0
Si	12.242	-6.798	10.835	0.003	-0.006	0.001
Si	14.966	-4.08	10.83	-0.001	0.002	0.005
Si	19.042	0.002	12.201	0	-0.002	-0.003
Si	21.762	2.715	12.218	-0.005	0.002	-0.001
Si	19.044	5.436	12.179	0.002	-0.003	-0.004
Si	21.761	8.158	12.213	0.004	0.002	0
Si	19.043	10.869	12.197	-0.012	-0.01	-0.001
Si	21.765	-2.722	12.211	0.001	-0.001	0
Si	24.493	-0.004	12.234	0.005	-0.001	0
Si	27.205	2.723	12.248	0.004	0	0
Si	24.469	5.445	12.237	0	-0.008	-0.007
Si	27.197	8.172	12.259	-0.008	0.008	0.004
Si	24.485	10.885	12.239	-0.009	-0.001	0.001
Si	27.193	-2.696	12.248	-0.006	0.005	-0.001
Si	13.602	0.002	12.171	-0.005	0.006	0.009
Si	16.32	2.72	12.166	0.002	0.003	-0.005
Si	13.592	5.445	12.18	-0.004	-0.001	-0.001
Si	16.312	8.167	12.172	0.005	0.001	-0.005
Si	13.599	-5.431	12.184	0.003	0.006	0.008
Si	16.328	-2.722	12.184	0.001	0.006	-0.004
Si	17.679	1.375	13.538	-0.003	0.002	-0.005
Si	20.403	4.089	13.556	0.006	0.006	0.007
Si	17.679	6.808	13.511	-0.008	0.003	-0.006
Si	20.414	9.53	13.562	-0.008	0.002	0.004
Si	17.68	-4.09	13.542	0.015	0.005	0.001
Si	20.402	-1.362	13.558	-0.006	0.005	0.004
Si	23.131	1.355	13.576	0.013	-0.01	0.005
Si	25.837	4.088	13.586	-0.005	0.008	-0.002
Si	23.12	6.816	13.593	-0.001	0.001	0.001
Si	25.852	9.542	13.617	0.01	-0.004	0.016
Si	23.138	-4.052	13.582	-0.007	0.01	0.001
Si	25.858	-1.332	13.622	-0.003	-0.015	0.002
Si	12.231	1.356	13.522	-0.003	-0.001	0.005
Si	14.951	4.07	13.518	0.008	-0.004	-0.006
Si	12.236	-9.511	13.54	0.006	-0.007	0.003
Si	14.961	9.53	13.537	0.003	-0.007	0.012
Si	12.229	-4.061	13.518	-0.01	0.012	-0.001
Si	14.969	-1.354	13.525	0.009	-0.019	0
Si	16.323	0.008	14.884	0.006	-0.002	0.009
Si	19.038	2.73	14.902	-0.011	-0.003	0.002
Si	16.311	5.449	14.845	0.011	0.002	0.001
Si	19.035	8.157	14.879	-0.003	-0.005	0.01
Si	16.32	-5.439	14.905	0.006	0.013	0.004
Si	19.037	-2.733	14.896	-0.013	-0.009	0.002
Si	21.776	-0.019	14.919	-0.001	-0.008	0.002
Si	24.493	2.716	14.938	0.011	0.007	0.001
Si	21.758	5.441	14.932	-0.002	0	-0.002
Si	24.488	8.176	14.959	-0.005	-0.006	0.004
Si	21.772	10.911	14.918	0.008	-0.003	0.001
Si	24.501	-2.7	14.962	-0.007	-0.002	0.002
Si	10.877	0.003	14.89	-0.002	0.003	0.005
Si	13.592	2.704	14.872	0.004	0.001	0.006
Si	10.869	5.449	14.888	-0.004	0.011	0.007
Si	13.589	-8.137	14.89	-0.004	-0.004	0.004
Si	10.87	-5.417	14.874	-0.005	0.009	0.006
Si	13.597	-2.708	14.865	-0.004	0.003	0.002
Si	33.73	-1.061	0.23	0.076	-0.078	0.801
Si	-28.137	0.804	0.154	-0.045	0.206	0.68
Si	33.677	4.387	-0.014	0.096	-0.144	0.728
Si	-28.858	7.207	0.216	0.098	-0.243	0.773
Si	34.229	9.406	0.169	-0.265	0.097	0.722
Si	-28.352	-4.329	0.148	-0.069	0.154	0.76
Si	-25.829	-1.375	0.434	0.026	-0.06	0.402
Si	-23.358	1.571	-0.053	0.202	-0.223	0.724
Si	-25.617	3.797	-0.063	-0.197	0.272	0.738
Si	-22.793	6.514	-0.08	-0.13	0.162	0.776
Si	-26.286	9.671	0.109	0.282	-0.004	0.651
Si	25.88	12.192	0.534	-0.018	-0.067	0.563
Si	28.614	-1.81	0.117	-0.017	0.341	0.685
Si	31.45	1.077	0.125	-0.156	0.135	0.716
Si	28.419	4.335	-0.031	0.088	-0.251	0.688
Si	31.399	6.578	0.067	-0.074	0.188	0.625
Si	28.028	10.018	-0.108	0.271	-0.197	0.707
Si	31.034	12.559	0.236	0.008	-0.155	0.74
Si	-29.876	-0.037	1.507	-0.023	0.023	-0.033
Si	-27.184	2.659	1.274	-0.011	0.012	-0.056
Si	-29.98	5.469	1.314	0.007	-0.008	-0.06
Si	-27.322	8.25	1.622	-0.025	0.007	-0.043
Si	-29.915	-5.404	1.523	0.02	-0.001	-0.06
Si	-27.244	-2.806	1.558	-0.023	-0.04	-0.048
Si	-24.38	0.074	1.473	0.002	0.025	-0.037
Si	27.266	2.785	1.389	0.02	0.039	-0.051
Si	-24.476	5.446	1.216	0.01	-0.005	-0.064
Si	27.201	8.222	1.283	0.027	-0.013	-0.072
Si	-24.583	-5.397	1.215	0.006	-0.011	-0.049
Si	27.253	-2.755	1.749	0.002	0.012	-0.054
Si	29.806	-0.084	1.33	0.02	-0.041	-0.05
Si	32.629	2.731	1.329	0.002	-0.012	-0.031
Si	29.904	5.431	1.417	-0.024	0.006	-0.034
Si	32.591	8.182	1.33	-0.003	0.001	-0.051
Si	29.812	10.879	1.293	-0.043	-0.037	-0.042
Si	32.586	-2.628	1.537	0	0.01	-0.062
Si	-31.239	1.438	2.74	-0.04	-0.008	0.011
Si	-28.569	4.067	2.61	0.01	0.004	0.004
Si	-31.321	6.826	2.728	0.023	0.013	0.018
Si	-28.623	9.596	2.968	-0.014	0.015	0.036
Si	-31.316	-4.038	2.803	0.004	0.009	0.012
Si	-28.618	-1.44	2.871	0.021	-0.006	0.031
Si	-25.831	1.399	2.761	0.003	0.002	0.023
Si	-23.118	4.08	2.634	-0.008	0.004	0.019
Si	-25.819	6.792	2.665	0.021	-0.021	0.004
Si	-23.171	-6.767	2.577	0.01	0.021	0.021
Si	-25.824	-4.151	2.809	0	-0.01	0.033
Si	25.915	-1.33	2.989	0.004	-0.002	0.033
Si	28.573	1.361	2.718	0.002	-0.012	0.007
Si	31.268	4.047	2.743	0.018	0.003	0.005
Si	28.575	6.884	2.702	-0.027	-0.015	0.021
Si	31.209	9.528	2.663	-0.004	0.03	0.024
Si	28.629	12.142	2.91	0.017	-0.019	0.043
Si	31.188	-1.309	2.836	-0.03	0.012	0.041
Si	-32.647	0.067	4.096	0.001	-0.01	-0.024
Si	-29.888	2.774	4.086	0.001	0.001	0.009
Si	-32.654	5.442	4.084	-0.003	0.003	-0.012
Si	-29.989	8.145	4.167	-0.002	0.005	0.008
Si	-32.697	-5.447	4.074	-0.017	-0.02	-0.001
Si	-29.968	-2.746	4.221	0.018	-0.012	0.016
Si	-27.191	-0.009	4.098	-0.001	0.023	-0.023
Si	-24.457	2.759	4.077	0.01	0.003	0.003
Si	-27.193	5.42	4.003	-0.016	-0.01	0.008
Si	-24.471	-8.141	4.013	-0.005	0.027	-0.009
Si	-27.182	-5.416	4.236	-0.008	0.007	0.014
Si	-24.418	-2.712	4.055	0.003	-0.008	-0.03
Si	27.269	0.073	4.21	0.035	-0.007	0.015
Si	29.927	2.699	4.105	-0.009	0.013	0.017
Si	27.225	5.496	4.095	0.003	0.004	-0.021
Si	29.927	8.178	4.103	-0.004	0.004	0
Si	27.175	10.8	4.151	0.01	-0.008	-0.015
Si	29.942	-2.737	4.213	0.01	0.005	-0.007
Si	-31.307	-1.299	16.299	0.009	-0.018	-0.012
Si	-28.564	1.384	16.31	-0.008	0.002	0.001
Si	-31.302	4.103	16.354	0.005	-0.005	0.008
Si	-28.582	6.749	16.237	-0.009	0.009	-0.001
Si	-31.33	-6.77	16.232	0.006	0.026	-0.021
Si	-28.568	-4.053	16.218	0.024	-0.016	-0.02
Si	-25.86	-1.319	16.248	0.004	-0.018	-0.008
Si	25.832	1.395	16.362	-0.008	-0.002	0.004
Si	-25.817	4.031	16.307	-0.014	-0.003	0.006
Si	25.871	6.808	16.299	0	-0.011	-0.007
Si	-25.838	-6.806	16.175	0.003	0.008	-0.023
Si	25.856	-4.034	16.353	0.015	0.003	0.009
Si	28.576	-1.301	16.389	0.014	-0.007	0.001
Si	31.263	1.385	16.36	-0.005	0.003	0.008
Si	28.515	4.09	16.341	-0.002	0.012	0
Si	31.27	6.808	16.331	-0.002	-0.001	-0.009
Si	28.597	9.574	16.345	0.009	0.017	-0.006
Si	31.271	-4.022	16.332	0.003	-0.015	-0.005
Si	-29.961	0.06	17.663	-0.024	0	0.015
Si	-27.18	2.683	17.705	0.03	-0.017	0.019
Si	-29.937	5.473	17.701	-0.001	0.04	0
Si	-27.199	8.135	17.483	0.009	0.029	0
Si	-29.997	-5.364	17.529	0	-0.017	0.016
Si	-27.239	-2.676	17.572	-0.011	0.016	0.036
Si	-24.513	0.033	17.619	0	0.026	-0.008
Si	27.188	2.74	17.763	0.009	0	0.011
Si	-24.38	5.369	17.598	0.019	0.003	0
Si	27.209	8.207	17.652	0.001	-0.006	-0.02
Si	-24.446	-5.465	17.492	0.001	-0.02	-0.024
Si	27.217	-2.669	17.727	-0.012	-0.014	0.021
Si	29.917	0.074	17.793	-0.006	0	-0.018
Si	32.614	2.739	17.722	0.005	0.002	0.012
Si	29.855	5.475	17.672	0.004	0.006	-0.003
Si	32.678	8.164	17.643	0.018	-0.006	-0.008
Si	29.988	10.908	17.733	-0.015	0.005	0.007
Si	32.567	-2.579	17.678	-0.011	0.022	-0.001
Si	33.996	1.403	19.113	-0.019	-0.019	-0.032
Si	-28.545	4.095	19	-0.02	-0.031	-0.008
Si	33.99	6.853	19.098	0.018	0.005	-0.008
Si	-28.713	-6.896	18.726	-0.03	-0.038	-0.048
Si	33.987	-3.923	18.913	0.032	-0.019	-0.032
Si	-28.599	-1.316	18.971	-0.014	-0.009	-0.049
Si	-25.821	1.31	19.11	-0.012	0.009	-0.011
Si	25.807	4.077	19.125	-0.035	0.015	0.001
Si	-25.723	6.844	18.78	0.004	0.02	-0.045
Si	25.87	9.559	19.02	0.01	0.019	-0.022
Si	-25.833	-4.117	18.765	0.008	0	-0.04
Si	-23.237	-1.377	18.953	0.014	-0.014	-0.027
Si	28.54	1.405	19.187	-0.02	0.01	0.008
Si	31.174	4.091	19.016	0.007	-0.037	-0.024
Si	28.545	6.882	19.042	0.033	-0.001	-0.006
Si	31.403	9.503	19.056	-0.039	0.032	-0.002
Si	28.648	-3.999	19.066	0.006	0.004	-0.03
Si	31.312	-1.207	19.199	0.043	-0.014	0.007
Si	32.639	0.169	20.669	0.017	0.012	0.058
Si	35.418	2.759	20.423	0	0.018	0.029
Si	32.541	5.443	20.326	-0.015	0.041	0.056
Si	35.405	8.237	20.419	-0.024	-0.001	0.063
Si	32.821	10.958	20.289	0.01	-0.024	0.054
Si	35.235	-2.549	20.359	-0.035	0.036	0.037
Si	-27.204	-0.118	20.428	0.023	-0.011	0.057
Si	-24.438	2.662	20.487	-0.02	-0.015	0.066
Si	-27.062	5.515	20.104	0.001	0.006	0.06
Si	-24.449	8.192	20.228	0.037	0.015	0.061
Si	-27.342	-5.482	19.857	-0.007	0.018	0.021
Si	-24.625	-2.782	20.245	-0.017	0.02	0.017
Si	27.127	0.058	20.526	-0.033	0.005	0.059
Si	29.876	2.811	20.546	0.01	0.004	0.059
Si	27.164	5.554	20.407	-0.026	0.009	0.02
Si	30.026	8.123	20.421	-0.017	-0.044	0.042
Si	27.276	10.891	20.353	0.01	-0.003	0.056
Si	29.965	-2.594	20.518	-0.016	-0.023	0.075
Si	34.327	-0.922	21.943	-0.232	-0.23	-0.735
Si	36.656	1.223	21.718	0.126	0.08	-0.632
Si	33.785	3.969	21.6	0.065	-0.038	-0.67
Si	37.185	7.069	21.454	-0.277	-0.016	-0.704
Si	34.487	10.055	21.692	-0.068	-0.187	-0.704
Si	36.657	-4.133	21.233	-0.032	0.006	-0.501
Si	-26.376	-2.019	21.654	0.127	0.259	-0.78
Si	25.504	1.171	21.872	0.164	0.136	-0.735
Si	-25.516	4.492	21.5	-0.12	-0.29	-0.764
Si	25.474	6.601	21.655	0.361	0.281	-0.695
Si	-26.188	-6.924	21.213	0.172	-0.049	-0.669
Si	-22.944	-3.794	21.478	-0.148	-0.254	-0.678
Si	28.239	-1.567	21.819	0.309	0.205	-0.689
Si	31.505	1.857	21.993	-0.138	-0.237	-0.715
Si	28.635	4.41	21.771	-0.063	-0.211	-0.699
Si	31.016	6.464	21.815	0.145	0.2	-0.712
Si	28.989	9.823	21.602	-0.353	-0.288	-0.675
Si	31.284	-4.23	21.598	0.194	0.354	-0.632
Si	-27.028	-0.683	-6.557	-0.123	-0.116	0.033
Si	-23.148	-8.029	-2.554	0.12	-0.039	0.03
Si	28.791	-5.859	24.389	0.062	0.021	-0.175
Si	-27.288	1.816	24.495	0.014	0.065	-0.178
Si	28.953	-7.894	-4.868	-0.022	-0.029	0.034
Si	30.808	7.008	-6.329	-0.087	0.122	-0.078
Si	-24.638	8.018	-5.15	0.001	0.047	-0.009
Si	32.06	6.773	24.792	-0.029	-0.024	-0.051
Si	24.99	-7.901	23.993	-0.205	-0.171	-0.101
Si	-29.696	-2.404	-1.936	0.082	-0.011	0.15
Si	26.767	1.016	-2.368	-0.019	0.088	-0.014
Si	-25.255	4.011	24.348	0.008	0.004	-0.028
Si	-30.169	1.831	25.886	-0.006	0.123	-0.1
Si	-28.562	0.251	-2.606	-0.054	0.032	0.019
Si	-27.646	-8.123	-4.751	-0.108	0.057	0.162
Si	24.755	-8.028	-2.168	-0.101	0.033	0.131
Si	-29.801	5.933	23.499	0.038	-0.023	-0.083
Si	-32.517	6.372	-4.095	-0.048	0.047	0.063
Si	30.344	1.318	-4.753	0.018	-0.096	0.039
Si	-30.538	1.488	-4.622	-0.045	0.02	0.08
Si	32.417	-5.562	-1.835	-0.022	-0.026	0.098
Si	21.766	-2.97	23.782	0.027	0.072	-0.088
Si	29.237	-1.434	24.758	-0.2	-0.004	-0.01
Si	-26.952	7.664	-2.043	-0.02	0.016	0.26
Si	32.05	-4.146	-4.5	-0.177	0.026	0.068
Si	-31.104	-7.616	24.332	-0.011	0.016	0.038
Si	-32.593	1.228	-6.759	0.008	0.012	-0.003
Si	-31.084	-0.866	24.973	-0.047	-0.055	-0.09
Si	24.792	1.607	-6.289	0.006	-0.053	0.04
Si	-29.77	5.876	-4.832	0.011	0.01	0.137
Si	31.205	-3.829	24.505	0.026	-0.085	-0.064
Si	-28.573	2.057	-6.858	0.044	-0.135	-0.043
Si	31.017	-8.156	-2.423	-0.081	-0.094	0.056
Si	29.899	1.458	24.785	0.064	0.046	-0.15
Si	28.572	-2.186	-6.48	-0.039	0.158	0.074
Si	-30.481	-3.497	-4.711	0.096	-0.002	0.012
Si	24.171	1.852	-3.515	0.003	-0.14	0.038
Si	-26.354	3.376	-5.451	-0.048	0.037	0.14
Si	27.878	0.858	-6.59	0.097	-0.017	-0.011
Si	-24.007	6.086	26.221	0.04	-0.026	-0.117
Si	-31.093	4.024	-3.01	0.046	0.065	0.062
Si	26.846	-4.02	-4.565	-0.127	-0.028	0.032
Si	29.632	2.406	-2.127	-0.053	0.145	0.137
Si	27.132	2.826	24.053	-0.073	0.047	-0.122
Si	30.7	-6.307	-6.417	0.002	-0.106	-0.04
Si	25.058	-5.379	-6.785	0.072	0.071	-0.062
Si	20.61	4.645	-6.307	0.116	0.169	0.119
Si	27.261	-6.63	-2.976	0.055	-0.064	0.14
Si	23.905	7.125	-5.01	-0.107	0.068	-0.037
Si	25.193	4.324	26.058	-0.034	-0.025	-0.105
Si	30.303	-1.648	-4.272	0.069	0.096	0.022
Si	-25.248	-0.476	23.98	0.137	0.145	-0.126
Si	-28.905	-3.065	-7.067	0.019	-0.13	-0.006
Si	-29.313	-5.81	-5.945	-0.042	0.138	-0.088
Si	-31.316	-1.318	5.485	-0.03	-0.003	0.003
Si	-28.546	1.378	5.436	-0.003	-0.008	0.003
Si	-31.266	4.111	5.445	0.001	0	0.004
Si	-28.547	6.775	5.419	0.012	-0.01	-0.007
Si	-31.342	9.527	5.478	-0.008	0.011	0.005
Si	-28.562	-4.065	5.55	0.003	-0.012	0.017
Si	-25.8	-1.362	5.428	-0.01	-0.017	0.002
Si	-23.097	1.39	5.435	-0.007	0.004	0.009
Si	-25.836	4.104	5.419	-0.001	0.004	0.004
Si	-23.106	6.82	5.385	-0.008	-0.01	0
Si	-25.804	-6.832	5.47	0.006	-0.01	0.006
Si	-23.079	-4.087	5.409	-0.002	0.003	0
Si	28.581	-1.353	5.528	-0.005	0.004	0.011
Si	-33.989	1.387	5.488	0.01	-0.006	0.008
Si	28.569	4.097	5.437	0.006	0.001	-0.002
Si	-34.003	6.801	5.453	0.012	0.01	0.001
Si	28.56	9.486	5.5	-0.001	0.005	0.001
Si	-33.973	-4.092	5.52	0.004	0.002	0.004
Si	-29.917	0.033	6.809	-0.001	0.003	-0.007
Si	-27.181	2.733	6.789	0.011	-0.001	-0.007
Si	-29.901	5.447	6.811	-0.009	0.008	-0.013
Si	-27.188	-8.188	6.798	0.003	0.007	0.005
Si	-29.944	-5.453	6.841	0.006	0.004	-0.002
Si	-27.167	-2.688	6.832	-0.012	-0.001	-0.002
Si	-24.45	0.006	6.785	0.008	0.003	-0.002
Si	-21.729	2.737	6.785	-0.011	-0.006	-0.001
Si	-24.469	5.469	6.766	-0.007	0.009	0.001
Si	-21.734	-8.153	6.752	0.006	-0.004	-0.01
Si	-24.437	-5.441	6.79	-0.007	-0.008	-0.007
Si	-21.728	-2.726	6.785	0.001	0.003	-0.003
Si	-35.333	0.014	6.854	0.012	-0.021	-0.007
Si	-32.621	2.751	6.817	-0.004	0.011	0.001
Si	-35.358	5.442	6.816	0.002	-0.008	-0.006
Si	-32.669	8.162	6.839	-0.007	0.001	-0.004
Si	-35.368	-5.446	6.843	0.001	0	-0.006
Si	-32.632	-2.705	6.857	0.004	-0.002	0.001
Si	-31.273	1.384	8.175	0	-0.004	-0.003
Si	-28.544	4.081	8.16	-0.007	0.002	-0.008
Si	-31.272	6.808	8.166	0.013	0.011	-0.003
Si	-28.553	-6.818	8.158	-0.019	-0.018	-0.005
Si	-31.273	-4.068	8.201	0.01	0.01	-0.005
Si	-28.549	-1.33	8.164	0.017	0.002	0.001
Si	-25.818	1.368	8.138	-0.012	-0.003	-0.004
Si	-23.101	4.101	8.126	0	0.005	-0.007
Si	-25.82	6.797	8.16	-0.011	-0.002	-0.003
Si	-23.078	-6.801	8.143	0	0.003	-0.001
Si	-25.809	-4.084	8.154	0.002	0.002	-0.005
Si	-23.092	-1.364	8.142	-0.007	-0.007	0
Si	28.557	1.383	8.168	0.003	-0.006	-0.01
Si	-33.991	4.096	8.175	0.012	0.008	0
Si	28.571	6.786	8.203	-0.01	0.006	0.001
Si	-34.015	-6.799	8.203	-0.006	-0.014	-0.003
Si	28.558	-4.076	8.194	0.007	0.011	0.001
Si	-33.995	-1.351	8.21	0.001	0.003	0.006
Si	-32.634	0.025	9.538	0.003	-0.017	0
Si	-29.911	2.739	9.527	0.005	-0.004	0.006
Si	-32.634	5.456	9.529	0.006	0.007	0.002
Si	-29.915	-8.159	9.528	0.007	0.002	0.006
Si	-32.649	-5.427	9.543	-0.009	0	-0.007
Si	-29.905	-2.695	9.529	0.005	-0.013	0.005
Si	-27.183	0.023	9.51	-0.015	0.008	0.001
Si	-24.454	2.729	9.486	-0.006	-0.005	-0.004
Si	-27.183	5.44	9.514	0.009	0.001	0.006
Si	-24.45	-8.155	9.502	-0.005	0.004	0.003
Si	-27.185	-5.443	9.504	-0.004	0.007	-0.002
Si	-24.449	-2.721	9.509	-0.005	0.004	0
Si	27.197	0.011	9.518	-0.008	-0.004	-0.008
Si	29.922	2.736	9.53	0.001	0.011	-0.001
Si	27.201	5.442	9.556	0.001	0.001	0.001
Si	29.913	-8.157	9.558	0.001	0	0.003
Si	27.19	-5.435	9.539	-0.012	-0.004	-0.005
Si	29.912	-2.709	9.548	-0.003	0	0
Si	-31.277	-1.336	10.885	0.003	0.009	0.004
Si	-28.551	1.372	10.87	0.016	-0.004	0.003
Si	-31.279	4.094	10.885	-0.002	0.003	-0.002
Si	-28.551	-9.524	10.873	-0.007	0	-0.004
Si	-31.28	-6.793	10.881	0.008	0.005	-0.003
Si	-28.545	-4.072	10.863	0.005	0	0
Si	-25.822	-1.351	10.851	-0.013	-0.005	-0.003
Si	-23.098	1.362	10.843	-0.01	0.01	-0.005
Si	-25.817	4.076	10.856	-0.013	-0.002	-0.001
Si	-23.09	-9.521	10.858	-0.004	0.005	0.001
Si	-25.819	-6.802	10.861	0.005	-0.009	-0.005
Si	-23.079	-4.084	10.859	0.006	-0.002	-0.005
Si	28.552	-1.338	10.891	0.001	-0.007	-0.001
Si	-34.003	1.379	10.895	0.007	-0.014	0.003
Si	28.569	4.087	10.902	-0.01	0.001	0.003
Si	-33.994	6.808	10.897	0.005	0.002	0.001
Si	28.546	-6.788	10.899	-0.005	0.009	-0.002
Si	-34.011	-4.066	10.899	0	0.001	0
Si	-29.928	0.035	12.234	0.005	-0.005	0.005
Si	-27.186	2.725	12.215	-0.007	-0.003	-0.002
Si	-29.918	5.45	12.239	0.015	0.006	0.004
Si	-27.183	-8.166	12.219	-0.008	-0.001	-0.001
Si	-29.922	-5.422	12.221	-0.003	0.003	-0.002
Si	-27.193	-2.698	12.21	0.012	-0.003	-0.003
Si	-24.46	0.007	12.204	-0.003	-0.004	-0.003
Si	-21.74	2.711	12.209	-0.006	-0.008	-0.003
Si	-24.453	5.431	12.209	-0.006	-0.005	-0.004
Si	-21.716	-8.17	12.212	-0.002	-0.004	0.004
Si	-24.449	-5.441	12.21	-0.007	0.013	0.001
Si	-21.723	-2.725	12.223	0.004	0.003	0.003
Si	-35.371	0.023	12.253	-0.013	-0.011	0.001
Si	-32.646	2.745	12.249	0.007	0.01	0.002
Si	-35.353	5.452	12.257	0.009	0.008	-0.006
Si	-32.645	8.179	12.246	-0.002	0.004	0.006
Si	-35.385	-5.414	12.252	-0.01	-0.021	-0.008
Si	-32.653	-2.689	12.236	-0.005	-0.011	0.003
Si	-31.286	1.395	13.609	-0.005	-0.005	0.004
Si	-28.559	4.068	13.574	0.009	-0.006	0.001
Si	-31.291	6.806	13.593	0	0.003	0.007
Si	-28.559	-6.798	13.555	0.008	0.002	-0.012
Si	-31.292	-4.053	13.572	0.019	-0.011	0.002
Si	-28.57	-1.337	13.565	0	-0.008	0.004
Si	-25.824	1.364	13.563	-0.008	0.007	0.003
Si	-23.093	4.071	13.57	-0.016	0.003	0.001
Si	-25.83	-9.552	13.566	0.013	0.008	-0.005
Si	-23.084	-6.812	13.56	0.008	-0.003	0.003
Si	-25.817	-4.057	13.542	-0.007	0.001	-0.006
Si	-23.099	-1.353	13.56	-0.011	0.006	0.004
Si	28.556	1.379	13.629	0	0.006	0.009
Si	-34.008	4.09	13.623	-0.003	0.003	-0.001
Si	28.571	6.818	13.61	0.012	-0.008	0.005
Si	-34.023	9.544	13.589	-0.016	0.025	0
Si	28.548	-4.043	13.618	-0.008	0.009	-0.001
Si	-34.014	-1.336	13.608	0.01	-0.006	0.005
Si	-32.67	0.047	14.954	0	-0.009	0.005
Si	-29.927	2.758	14.974	0.006	0.005	0.008
Si	-32.649	5.453	14.971	-0.004	0	0.006
Si	-29.924	8.174	14.922	0.014	0.012	0.012
Si	-32.682	-5.387	14.922	-0.004	-0.001	0.002
Si	-29.951	-2.675	14.922	-0.014	0.003	0.012
Si	-27.219	0.034	14.911	-0.004	-0.002	0.013
Si	-24.454	2.707	14.926	0.012	0	0.008
Si	-27.184	5.391	14.929	-0.008	-0.004	0.004
Si	-24.448	-8.197	14.893	-0.01	-0.009	0.009
Si	-27.195	-5.412	14.869	0.005	-0.002	-0.009
Si	-24.474	-2.695	14.911	-0.005	-0.008	0.008
Si	27.203	0.032	15.009	0.006	0.001	0.007
Si	29.906	2.742	14.995	0.002	-0.001	0.001
Si	27.202	5.445	14.938	-0.008	-0.004	-0.004
Si	29.924	8.188	14.975	-0.003	-0.001	0.003
Si	27.207	10.914	14.989	-0.005	0.005	0.001
Si	29.897	-2.674	14.986	-0.009	-0.014	0.005
Si	-15.252	-1.055	0.075	0.27	-0.133	0.701
Si	-11.89	1.151	0.217	-0.256	0.113	0.744
Si	-15.028	3.935	-0.041	0.292	-0.102	0.685
Si	-12.544	6.966	-0.012	0.205	-0.064	0.719
Si	-14.749	-7.101	-0.038	-0.084	0.212	0.72
Si	-11.842	-4.333	-0.149	-0.227	0.131	0.732
Si	-9.677	-1.031	0.204	0.1	-0.266	0.741
Si	-7.167	1.471	0.142	0.239	-0.034	0.628
Si	-9.264	3.742	0.2	0.004	0.163	0.721
Si	-6.53	6.541	0.047	-0.164	0.133	0.727
Si	-9.673	-6.635	-0.107	0.15	-0.219	0.719
Si	-23.629	-3.545	0.019	0.039	-0.108	0.724
Si	-20.058	-1.645	-0.133	-0.223	0.134	0.696
Si	-17.427	1.176	0.242	-0.163	0.057	0.741
Si	-20.594	4.236	-0.124	0.232	-0.129	0.671
Si	-18.14	7.204	-0.075	0.276	-0.195	0.74
Si	-20.215	-6.784	0.126	-0.171	0.002	0.602
Si	-17.747	-3.812	0.001	0.04	-0.21	0.674
Si	-13.583	0.006	1.363	-0.019	-0.001	-0.029
Si	-10.793	2.67	1.583	0.009	0.005	-0.06
Si	-13.61	5.325	1.281	-0.012	0.01	-0.016
Si	-10.878	8.13	1.223	-0.013	0.003	-0.025
Si	-13.532	-5.441	1.153	0.006	-0.024	-0.052
Si	-10.803	-2.773	1.291	-0.007	-0.004	-0.041
Si	-8.23	0.064	1.644	-0.007	0.014	-0.032
Si	-21.744	2.696	1.243	-0.021	0.041	-0.047
Si	-8.098	5.395	1.381	0.021	0.003	-0.045
Si	-21.762	-8.142	1.279	-0.018	-0.007	-0.046
Si	-8.122	-5.481	1.265	-0.025	0.005	-0.039
Si	-21.786	-2.627	1.229	0.024	-0.018	-0.024
Si	-19.049	-0.069	1.335	0.005	-0.011	-0.05
Si	-16.248	2.695	1.514	-0.001	-0.015	-0.041
Si	-19.085	5.476	1.238	0.014	-0.025	-0.018
Si	-16.372	-8.197	1.252	-0.004	-0.028	-0.005
Si	-18.919	-5.353	1.383	0.01	0.039	-0.021
Si	-16.291	-2.665	1.403	-0.013	-0.005	-0.064
Si	-14.869	1.347	2.817	0.009	-0.003	0.021
Si	-12.227	4.093	2.742	-0.024	-0.006	0.016
Si	-15.017	6.716	2.619	0.029	0.022	0.04
Si	-12.212	-6.797	2.613	-0.015	-0.003	0.026
Si	-14.877	-4.104	2.61	0.016	-0.027	0
Si	-12.221	-1.427	2.673	0.013	0.013	0.005
Si	-9.532	1.368	3.019	-0.002	0.014	0.043
Si	-6.787	4.041	2.783	-0.014	-0.007	0.035
Si	-9.519	6.791	2.638	0.002	0.008	0.005
Si	-6.781	-6.836	2.647	-0.002	-0.006	0.015
Si	-9.442	-4.102	2.671	0.003	0.003	0.017
Si	-22.999	-1.299	2.752	-0.01	-0.023	0.015
Si	-20.401	1.345	2.644	0.007	0.013	-0.003
Si	-17.694	4.143	2.659	-0.022	-0.002	0.01
Si	-20.409	6.816	2.675	-0.013	-0.017	0.019
Si	-17.602	-6.783	2.697	0.01	-0.015	-0.004
Si	-20.429	-4.035	2.634	0.003	0.016	0.014
Si	-17.678	-1.353	2.767	-0.005	0.017	0.039
Si	-16.293	-0.004	4.112	-0.006	0.002	-0.006
Si	-13.543	2.73	4.143	-0.011	-0.009	0.001
Si	-16.334	5.438	4.071	0.01	0.005	0.014
Si	-13.607	8.136	3.956	0.001	-0.022	-0.031
Si	-16.237	-5.434	4.03	-0.008	0.012	0.023
Si	-13.569	-2.763	4.048	-0.014	0.003	0
Si	-10.93	-0.081	4.162	-0.009	0	-0.006
Si	-8.124	2.757	4.229	0.008	0.006	0.009
Si	-10.858	5.465	4.065	0.017	-0.012	0.01
Si	-8.154	8.143	4.025	0.006	-0.002	-0.006
Si	-10.847	-5.456	4.017	-0.008	-0.016	-0.028
Si	-8.115	-2.741	4.06	-0.008	0	0.001
Si	-21.694	0.045	4.117	-0.006	0.009	0.024
Si	-19.034	2.73	3.996	0.008	0.006	0.013
Si	-21.762	5.441	4.024	-0.017	0.003	0.005
Si	-19.011	-8.15	4.023	0.015	-0.031	-0.015
Si	-21.771	-5.441	3.979	0.012	-0.013	-0.004
Si	-19.059	-2.726	4.068	-0.021	0.002	-0.03
Si	-14.943	-1.434	16.352	0.008	0.008	-0.008
Si	-12.255	1.307	16.381	-0.022	-0.003	-0.001
Si	-14.983	4.065	16.373	-0.017	-0.015	-0.007
Si	-12.245	6.785	16.401	0.008	0.007	0.004
Si	-14.927	-6.815	16.369	0.003	0.02	-0.006
Si	-12.229	-4.093	16.414	-0.005	0.007	0.004
Si	-9.538	-1.384	16.417	0.003	0.005	0.001
Si	-23.096	1.361	16.3	-0.012	0.014	-0.014
Si	-9.515	4.053	16.388	0.005	0.011	-0.007
Si	-23.063	-9.555	16.248	-0.006	0.003	-0.015
Si	-9.49	9.522	16.413	0.008	0.002	-0.003
Si	-23.082	-4.071	16.219	0.017	0.003	-0.015
Si	-20.414	-1.356	16.339	0.012	-0.004	0.001
Si	-17.732	1.338	16.353	-0.008	0.017	-0.005
Si	-20.373	4.05	16.31	-0.004	0.003	-0.004
Si	-17.64	-9.562	16.337	0	-0.005	0.003
Si	-20.357	-6.812	16.277	-0.01	0.012	-0.015
Si	-17.644	-4.117	16.354	-0.005	0.004	-0.008
Si	-13.568	-0.129	17.731	0.019	0.005	-0.005
Si	-10.916	2.707	17.718	-0.002	-0.007	-0.017
Si	-13.617	5.412	17.755	-0.001	-0.008	-0.003
Si	-10.849	8.15	17.74	-0.013	-0.018	-0.005
Si	-13.584	-5.461	17.771	0.01	-0.018	0.012
Si	-10.87	-2.748	17.814	-0.003	0.012	0.005
Si	-8.219	-0.014	17.804	0.012	0.007	0.011
Si	-21.72	2.69	17.683	-0.004	-0.008	-0.013
Si	-8.147	5.407	17.756	-0.006	0.013	0.014
Si	-21.736	-8.163	17.601	0.006	-0.008	-0.012
Si	-8.166	-5.452	17.858	-0.011	-0.002	0.005
Si	-21.785	-2.739	17.659	-0.033	-0.033	0.01
Si	-19.091	-0.007	17.757	-0.022	0.01	-0.003
Si	-16.416	2.734	17.703	0	0.02	-0.004
Si	-19.008	5.385	17.683	0.022	-0.005	0.022
Si	-16.28	-8.199	17.701	0	0.002	-0.024
Si	-19.007	-5.495	17.685	-0.011	-0.013	0.013
Si	-16.292	-2.773	17.745	0.014	-0.015	0.012
Si	-15.029	1.275	18.878	-0.029	-0.006	-0.044
Si	-12.237	4.064	19.107	0.028	0.025	-0.015
Si	-14.951	6.792	19.122	-0.01	0.001	-0.003
Si	-12.162	9.531	19.117	0.018	0.017	-0.034
Si	-14.958	-4.139	19.168	0.008	0.02	-0.007
Si	-12.236	-1.457	19.237	-0.011	0.018	-0.014
Si	-9.658	1.343	19.136	0.001	-0.032	-0.018
Si	-23.068	4.009	19.061	-0.005	0.007	-0.003
Si	-9.502	6.786	19.108	0.005	0.008	-0.032
Si	-23.112	-6.778	18.901	0.007	0.015	-0.02
Si	-9.532	-4.076	19.248	0.007	-0.017	-0.004
Si	-6.842	-1.393	19.138	-0.013	-0.012	-0.033
Si	-20.46	1.356	19.167	0.005	0.026	-0.013
Si	-17.753	4.054	19.193	0.008	-0.043	-0.028
Si	-20.379	-9.526	18.946	-0.013	0.013	-0.013
Si	-17.659	-6.891	19.062	-0.009	0.015	-0.025
Si	-20.393	-4.113	18.988	0.002	0.026	-0.046
Si	-17.708	-1.413	19.045	0.004	-0.014	-0.026
Si	-16.345	-0.024	20.317	0.007	0.019	0.062
Si	-13.688	2.596	20.211	0.013	-0.033	0.021
Si	-16.373	5.523	20.513	-0.039	0.008	0.039
Si	-13.494	8.116	20.421	0.013	-0.007	0.06
Si	-16.317	-5.575	20.474	0.026	-0.006	0.059
Si	-13.568	-2.877	20.628	0.007	-0.03	0.032
Si	-10.952	-0.004	20.629	-0.008	0.004	0.027
Si	-8.264	2.705	20.422	0.005	0.008	0.03
Si	-10.871	5.442	20.489	0.005	0.01	0.078
Si	-8.118	8.105	20.52	-0.018	-0.014	0.026
Si	-10.861	-5.462	20.629	-0.019	-0.009	0.048
Si	-8.166	-2.711	20.61	0.025	0.025	0.053
Si	-21.917	-0.066	20.382	0.015	0.023	0.05
Si	-19.155	2.686	20.666	-0.001	0.037	0.048
Si	-21.683	5.458	20.326	0.015	-0.008	0.035
Si	-19.057	-8.253	20.392	0.005	-0.029	0.059
Si	-21.796	-5.465	20.307	-0.034	-0.06	0.042
Si	-19.027	-2.794	20.399	-0.008	-0.014	0.055
Si	-14.884	-1.255	21.657	-0.041	-0.174	-0.598
Si	-12.764	1.068	21.745	0.282	0.072	-0.683
Si	-15.171	3.818	21.51	0.168	0.269	-0.68
Si	-11.88	7.104	21.821	-0.171	-0.185	-0.682
Si	-14.719	9.548	21.751	-0.226	-0.014	-0.732
Si	-12.516	-4.533	22.08	0.242	0.342	-0.704
Si	-9.297	-1.084	21.942	-0.173	-0.186	-0.727
Si	-23.28	1.115	21.916	-0.071	0.058	-0.733
Si	-9.324	4.289	21.814	-0.095	-0.139	-0.64
Si	-23.223	6.676	21.572	0.185	0.327	-0.618
Si	-9.589	9.32	21.89	0.209	0.195	-0.632
Si	-6.508	-3.885	21.83	-0.181	-0.139	-0.759
Si	-20.666	-1.616	21.586	0.206	0.162	-0.722
Si	-17.375	1.534	21.757	-0.417	-0.253	-0.601
Si	-20.281	4.422	21.909	-0.086	-0.287	-0.684
Si	-17.988	6.598	21.911	0.186	0.108	-0.739
Si	-20.277	-6.691	21.611	-0.271	-0.203	-0.679
Si	-17.998	-4.497	21.691	0.242	0.26	-0.734
Si	-16.33	1.005	24.513	-0.108	-0.021	-0.172
Si	-10.718	5.487	-1.995	0.011	0.007	0.124
Si	-14.064	-5.215	-4.476	0.025	-0.104	0.056
Si	-13.72	-8.019	-5.581	0.049	0.147	0.018
Si	-20.691	-1.084	-3.186	0.131	0.004	0.155
Si	-11.846	6.621	24.791	-0.065	-0.089	-0.13
Si	-7.852	-2.205	-6.781	-0.071	-0.028	0.04
Si	-15.97	-1.973	24.461	-0.058	0.02	-0.186
Si	-22.255	-7.7	23.599	-0.02	-0.08	0.087
Si	-12.214	-3.045	-3.062	-0.095	-0.15	0.019
Si	-25.977	0.58	-4.131	0.014	-0.061	-0.053
Si	-7.243	3.831	26.015	-0.036	-0.065	0.083
Si	-17.886	-6.997	-4.215	-0.109	-0.025	-0.082
Si	-9.67	-2.961	-4.751	0.003	-0.012	-0.133
Si	-18.781	-4.818	-6.093	0.031	-0.066	-0.063
Si	-25.984	4.888	-2.978	-0.051	-0.081	0.106
Si	-17.426	-6.23	26.201	-0.016	0.008	-0.047
Si	-16.044	6.856	-4.453	-0.059	-0.014	-0.065
Si	-20.449	-1.769	24.45	0.123	0.03	-0.008
Si	-18.644	2.917	-2.157	-0.072	0.022	0.1
Si	-21.121	-3.964	-4.424	-0.075	0.122	-0.014
Si	-24.382	-5.629	23.17	0.047	0.086	-0.068
Si	-22.203	3.008	23.932	0.084	0.125	-0.065
Si	-12.291	2.808	26.275	0.033	-0.083	0.11
Si	-15.774	-0.519	-5.308	-0.029	0.036	-0.129
Si	-16.257	8.09	24.095	-0.069	-0.051	-0.1
Si	-24.057	5.073	-5.113	-0.193	0.021	0.127
Si	-13.819	2.836	23.803	0.041	-0.023	-0.07
Si	-23.222	-2.103	25.666	-0.066	0.078	-0.025
Si	-14.606	6.617	26.317	-0.027	0.067	-0.052
Si	-17.741	5.286	-6.599	0.041	-0.044	0.023
Si	-11.542	-4.35	25.169	-0.088	-0.102	-0.19
Si	-20.386	6.868	-7.109	-0.01	0.104	-0.016
Si	-19.263	2.786	-6.365	-0.002	-0.025	-0.08
Si	-23.014	0.905	-3.12	-0.074	0.113	0.107
Si	-13.716	0.939	-7.204	0.033	-0.003	-0.01
Si	-22.042	2.978	-5.228	0.035	-0.184	0.064
Si	-10.05	-1.72	24.967	-0.042	0.025	-0.072
Si	-18.284	-3.789	24.599	0.107	-0.022	-0.112
Si	-11.481	3.299	-3.967	-0.095	0.003	0.048
Si	-13.533	2.119	-2.164	-0.041	-0.044	0.084
Si	-22.132	-5.363	-1.894	0.043	0.063	0.088
Si	-20.768	-6.626	-7.089	-0.048	-0.039	-0.039
Si	-30.964	4.886	25.787	-0.004	-0.022	-0.033
Si	-14.282	-0.908	-2.748	-0.042	0.144	0.162
Si	-16.316	-5.478	-2.261	0.067	0.026	0.058
Si	-16.854	5.412	-1.999	-0.065	-0.061	0.041
Si	-22.945	-3.612	-7.036	-0.019	0.048	-0.101
Si	-24.492	-4.895	25.978	0.028	-0.039	0.067
Si	-20.76	-8.069	-4.589	0.005	-0.001	-0.033
Si	-18.538	0.738	-4.485	-0.004	0.01	0.154
Si	-10.072	3.999	24.731	-0.121	-0.044	-0.055
Si	-12.011	3.532	-6.989	-0.011	0.032	-0.065
Si	-7.031	7.036	-4.695	-0.074	-0.132	-0.009
Si	-14.934	-1.398	5.43	0.013	0.012	-0.001
Si	-12.235	1.335	5.507	0.007	0.001	0.01
Si	-14.957	4.084	5.44	-0.006	0.009	0.001
Si	-12.244	6.819	5.392	-0.015	0.016	-0.007
Si	-14.912	9.499	5.388	0.005	-0.007	0.001
Si	-12.2	12.211	5.412	0.012	-0.006	0.004
Si	-9.495	-1.407	5.455	0.007	-0.007	0.006
Si	-6.756	1.337	5.48	0.009	-0.01	-0.002
Si	-9.526	4.124	5.496	-0.007	0.004	0.012
Si	-6.815	6.801	5.438	-0.013	0.002	-0.006
Si	-9.506	-6.814	5.405	-0.003	0.011	-0.005
Si	-6.815	-4.098	5.462	0.012	-0.001	0.012
Si	-20.358	-1.347	5.456	0.014	0.01	0.014
Si	-17.667	1.389	5.412	-0.007	-0.005	0.003
Si	-20.39	4.079	5.384	-0.001	0.007	-0.004
Si	-17.669	6.817	5.419	-0.014	0.01	-0.003
Si	-20.392	-6.792	5.363	-0.011	0.01	-0.002
Si	-17.651	-4.095	5.385	0.001	-0.005	-0.005
Si	-13.606	-0.029	6.83	-0.001	0.003	0.004
Si	-10.862	2.714	6.836	0.004	-0.006	-0.004
Si	-13.581	5.449	6.781	-0.002	-0.007	0
Si	-10.875	8.158	6.778	0.006	-0.006	-0.008
Si	-13.563	10.852	6.775	0.002	-0.004	-0.005
Si	-10.86	-2.759	6.813	0.002	-0.003	-0.004
Si	-8.148	-0.021	6.818	0.002	-0.001	-0.005
Si	-5.422	2.719	6.834	0.006	-0.003	-0.007
Si	-8.157	5.466	6.846	-0.01	-0.005	0.001
Si	-5.461	8.175	6.802	0.002	-0.005	-0.009
Si	-8.174	-5.46	6.813	-0.003	0	-0.006
Si	-5.447	-2.723	6.813	0	-0.005	0
Si	-18.995	0.014	6.797	-0.008	-0.003	0.002
Si	-16.308	2.722	6.801	0.002	-0.003	0.001
Si	-19.026	5.435	6.762	0.013	0.001	0
Si	-16.287	8.163	6.771	-0.002	-0.008	-0.002
Si	-19.015	-5.453	6.747	0.006	-0.007	-0.006
Si	-16.304	-2.746	6.782	-0.001	0.001	-0.003
Si	-14.958	1.35	8.173	-0.016	-0.016	0.001
Si	-12.236	4.081	8.171	-0.006	-0.002	-0.007
Si	-14.938	6.799	8.15	0.01	0.008	-0.007
Si	-12.218	9.507	8.163	0.01	0.01	0.003
Si	-14.931	-4.103	8.138	-0.009	-0.008	-0.008
Si	-12.22	-1.383	8.174	0.004	0.01	-0.009
Si	-9.501	1.348	8.189	0.004	0.015	0.004
Si	-6.803	4.074	8.19	-0.006	-0.001	-0.001
Si	-9.529	6.814	8.187	0.008	-0.002	0.002
Si	-6.812	-6.805	8.188	-0.011	0	-0.002
Si	-9.517	-4.106	8.192	-0.013	-0.012	0.006
Si	-6.8	-1.374	8.192	-0.003	-0.008	0
Si	-20.373	1.365	8.146	0.004	0.003	-0.005
Si	-17.667	4.085	8.149	0	-0.004	-0.001
Si	-20.377	6.804	8.123	-0.012	-0.002	-0.001
Si	-17.653	-6.801	8.129	-0.001	-0.002	-0.003
Si	-20.357	-4.088	8.131	0.007	0.006	-0.01
Si	-17.642	-1.366	8.15	0.007	0.02	-0.004
Si	-16.299	-0.017	9.536	-0.001	0.001	0.011
Si	-13.587	2.708	9.534	0	0.007	0
Si	-16.291	5.431	9.512	0.001	0.004	-0.002
Si	-13.576	8.143	9.525	-0.007	-0.011	-0.004
Si	-16.289	-5.453	9.508	0.004	0.005	-0.001
Si	-13.585	-2.745	9.529	0.003	-0.006	-0.003
Si	-10.868	-0.016	9.547	0.005	-0.003	0.004
Si	-8.154	2.709	9.563	0.005	-0.012	0.008
Si	-10.873	5.431	9.546	0.001	0.003	-0.001
Si	-8.166	8.157	9.561	-0.009	0.01	0.004
Si	-10.873	-5.462	9.55	0.002	-0.004	0.007
Si	-8.16	-2.736	9.553	0.001	0	-0.003
Si	-21.728	-0.005	9.5	0.001	0.001	0
Si	-19.014	2.715	9.514	-0.004	-0.007	0.001
Si	-21.734	5.446	9.492	-0.009	0.004	-0.001
Si	-19.005	8.152	9.492	0.01	-0.01	0.001
Si	-21.714	-5.445	9.5	0.007	-0.004	-0.005
Si	-19.004	-2.731	9.504	0	-0.005	0.002
Si	-14.937	-1.378	10.899	-0.006	0.018	-0.005
Si	-12.23	1.347	10.912	-0.006	0	0.001
Si	-14.944	4.066	10.895	-0.006	-0.003	0
Si	-12.229	6.786	10.912	-0.003	0.004	0
Si	-14.933	9.507	10.881	0.005	-0.004	0.002
Si	-12.23	-4.097	10.906	0.001	-0.006	0
Si	-9.513	-1.374	10.921	0.002	-0.003	0.003
Si	-6.8	1.347	10.933	0.004	0.003	0.001
Si	-9.522	4.068	10.924	-0.002	0.005	0.002
Si	-6.817	6.787	10.932	-0.01	-0.009	0
Si	-9.52	9.51	10.928	-0.002	0.012	0.005
Si	-6.808	-4.089	10.927	-0.006	0.001	0.001
Si	-20.367	-1.368	10.861	-0.002	0	-0.005
Si	-17.662	1.347	10.886	-0.003	0	-0.003
Si	-20.377	4.079	10.859	-0.002	0	0.002
Si	-17.647	6.793	10.866	0.001	-0.001	0.001
Si	-20.354	9.515	10.862	-0.004	0.005	0
Si	-17.64	-4.087	10.873	0.008	0.003	-0.004
Si	-13.589	-0.019	12.277	0	-0.012	-0.001
Si	-10.875	2.7	12.295	0.004	0.005	0
Si	-13.581	5.415	12.272	0.001	0	-0.004
Si	-10.873	8.143	12.288	0.006	-0.004	-0.001
Si	-13.577	10.852	12.265	-0.008	0.003	-0.003
Si	-10.874	-2.738	12.278	-0.002	0.002	0
Si	-8.154	-0.021	12.3	0.006	0.007	-0.002
Si	-5.446	2.705	12.304	0.005	0.004	-0.002
Si	-8.169	5.424	12.304	0.002	0	0.003
Si	-5.451	8.144	12.294	0.005	0.005	-0.001
Si	-8.167	-5.448	12.294	-0.007	-0.013	-0.001
Si	-5.456	-2.727	12.298	-0.003	-0.005	-0.005
Si	-19.014	-0.022	12.244	-0.005	0.007	0.005
Si	-16.3	2.696	12.255	-0.009	-0.008	-0.004
Si	-19	5.423	12.219	0.004	0.009	-0.004
Si	-16.287	8.145	12.24	0.002	-0.001	-0.004
Si	-18.992	-5.451	12.234	0.009	0.003	0.004
Si	-16.296	-2.735	12.264	0.01	-0.009	0.007
Si	-14.964	1.331	13.643	-0.006	0.021	-0.01
Si	-12.244	4.05	13.665	-0.003	0.004	0.011
Si	-14.934	6.79	13.618	-0.008	0.005	0.001
Si	-12.219	9.509	13.657	-0.005	0.002	0.002
Si	-14.935	-4.109	13.619	0.013	-0.008	-0.002
Si	-12.229	-1.38	13.644	-0.006	0.007	-0.003
Si	-9.51	1.339	13.665	0.006	-0.013	0.005
Si	-6.805	4.061	13.669	-0.004	-0.001	0
Si	-9.53	6.784	13.669	-0.013	0.013	0.006
Si	-6.812	9.504	13.652	-0.005	0.006	-0.004
Si	-9.525	-4.091	13.662	-0.004	0.009	0.001
Si	-6.806	-1.38	13.685	0.009	-0.005	0.001
Si	-20.392	1.344	13.575	-0.012	0.008	-0.003
Si	-17.659	4.06	13.605	-0.003	-0.004	-0.002
Si	-20.349	-9.533	13.571	0.007	-0.013	0.001
Si	-17.639	9.502	13.607	0.01	-0.001	0.006
Si	-20.346	-4.074	13.583	-0.007	-0.011	-0.004
Si	-17.66	-1.376	13.631	-0.004	0.008	0.008
Si	-16.317	-0.026	15.025	0.003	-0.009	0.014
Si	-13.619	2.681	15.026	-0.007	-0.015	-0.001
Si	-16.292	5.42	14.963	0.006	-0.005	-0.004
Si	-13.58	8.14	15.005	-0.006	-0.012	0.002
Si	-16.286	-5.465	14.986	0.008	-0.004	0.007
Si	-13.575	-2.767	14.992	-0.005	0.002	0.002
Si	-10.874	-0.026	15.02	0.007	-0.006	0.005
Si	-8.146	2.691	15.043	0.014	0.012	0.004
Si	-10.887	5.417	15.034	0.003	-0.003	0.001
Si	-8.163	8.15	15.027	0.009	0	-0.001
Si	-10.867	-5.451	15.044	0.005	0.005	0
Si	-8.177	-2.741	15.046	-0.009	-0.005	-0.003
Si	-21.749	-0.01	14.941	-0.008	0.013	0.008
Si	-19.038	2.689	14.941	-0.001	-0.009	-0.003
Si	-21.701	5.413	14.913	0.005	0.006	-0.004
Si	-18.993	-8.193	14.956	0.004	-0.003	0.004
Si	-21.709	-5.449	14.904	-0.004	0.002	0
Si	-19.016	-2.731	15.004	-0.003	-0.006	0.014
O	6.631	-1.442	-1.403	-0.076	-0.615	-0.349
O	-1.982	0.003	-3.246	0.385	0.242	0.148
O	4.887	0.469	-1.309	0.191	-0.1	-0.182
O	-10.451	2.133	-3.529	-0.227	-0.444	0.108
O	-4.283	-7.507	23.217	0.332	-0.137	0.275
O	3.886	6.391	23.081	0.417	-0.013	0.438
O	-1.58	2.067	-1.317	-0.034	-0.157	-0.218
O	2.536	-3.204	-3.186	0.621	0.538	-0.344
O	8.134	2.789	-0.391	0.232	-0.106	-0.212
O	7.847	-1.345	25.334	0.404	0.376	-0.281
O	-1.162	-7.387	-2.93	0.361	0.623	0.353
O	0.491	-4.927	-3.176	-0.679	0.106	-0.37
O	6.667	3.944	23.072	-0.704	0.078	0.193
O	4.605	1.752	23.187	0.162	0.529	0.166
O	5.545	-5.441	-0.429	-0.076	-0.106	-0.597
O	0.051	1.429	-4.276	-0.193	-0.118	0.019
O	7.902	0.731	-6.417	-0.36	0.161	0.103
O	5.532	-8.101	22.227	0.185	0.177	0.525
O	-14.333	4.08	22.897	0.474	0.755	0.145
O	-2.19	7.22	-1.266	0.013	-0.24	-0.251
O	0.059	0.14	-0.485	0.201	0.066	-0.22
O	3.408	3.559	25.78	0.329	0.113	-0.468
O	1.616	4.225	-1.481	0.04	0.426	-0.514
O	3.708	-8.09	-3.721	0.082	0.033	0.367
O	0.869	-6.553	-1.131	-0.143	-0.384	-0.365
O	-2.6	-0.114	25.4	-0.042	-0.252	0.561
O	-6.292	7.052	23.133	-0.03	-0.193	0.327
O	2.317	-6.348	26.06	0.216	0.17	0.196
O	-7.948	7.921	-3.692	-0.167	0.559	-0.26
O	2.62	-7.432	-6.049	-0.492	-0.224	-0.105
O	-6.985	-1.636	-2.854	0.582	0.164	-0.393
O	2.277	2.509	-3.421	0.389	-0.525	-0.252
O	-3.445	-8.128	-3.608	0.01	-0.052	-0.041
O	-2.682	-2.749	-0.476	-0.228	-0.172	-0.287
O	-1.766	0.346	-5.836	-0.048	0.376	-0.069
O	1.162	-7.602	-3.949	-0.031	0.032	0.431
O	1.425	-4.033	-0.938	0.137	-0.12	0.551
O	-3.384	-6.825	-1.355	0.207	0.251	-0.338
O	-1.529	4.52	-2.396	0.136	0.445	0.122
O	10.741	5.525	-0.297	-0.002	0.162	-0.278
O	-6.537	-6.957	24.343	0.194	0.083	0.473
O	-3.629	-0.991	23.12	0.565	-0.094	0.001
O	0.347	4.068	-4.153	0.243	0.158	-0.005
O	4.5	5.936	26.252	0.441	-0.18	-0.022
O	-1.091	-4.726	-1.092	-0.223	-0.329	-0.541
O	6.906	-1.569	-5.831	0.05	-0.217	-0.085
O	9.972	-2.804	26.167	-0.179	-0.413	-0.578
O	8.662	6.885	-1.162	-0.384	-0.387	-0.31
O	1.982	-1.523	-1.227	0.415	0.457	-0.305
O	4.438	6.233	-0.944	0.202	0.188	-0.076
O	-0.031	-2.163	-6.932	-0.417	0.123	-0.066
O	-6.567	2.019	22.94	-0.341	0.184	0.158
O	3.026	2.205	-0.903	-0.642	-0.124	-0.07
O	0.362	-2.717	25.126	-0.245	0.482	0.53
O	4.508	-3.913	23.027	0.546	0.208	0.009
O	-8.477	0.524	-3.082	-0.566	0.055	-0.182
O	0.456	-7.073	22.503	-0.146	-0.008	0.153
O	-0.858	-3.648	22.912	0.007	0.537	-0.025
O	5.829	-4.852	-5.74	-0.272	-0.136	0.17
O	0.211	2.755	22.265	0.008	-0.012	0.103
O	-0.113	5.684	-0.329	0.118	-0.057	-0.378
O	8.302	5.574	22.008	-0.09	-0.068	0.422
O	6.209	-3.203	-3.885	-0.155	0.081	0.387
O	1.349	6.923	22.96	0.157	-0.139	-0.242
O	-1.736	5.368	-4.965	-0.467	-0.392	0.013
O	-7.282	-3.894	-1.498	-0.186	-0.182	-0.104
O	-10.734	-2.682	-3.59	0.063	0.318	0.44
O	7.567	-7.068	-1.106	-0.113	0.227	-0.36
O	-2.817	5.436	22.333	0.318	-0.088	0.323
O	-8.9	-1.755	-5.591	-0.166	0.697	0.006
O	-5.422	-2.754	22.312	-0.037	0.271	0.672
O	-29.644	-2.562	-5.72	0.111	0.67	0.154
O	9.026	-4.383	23.083	-0.259	0.404	0.279
O	6.851	-5.92	-3.687	-0.307	0	0.641
O	20.029	7.836	-3.542	0.377	0.044	0.076
O	4.609	1.317	25.862	0.251	-0.548	0.565
O	2.624	-5.457	22.085	0.021	0.025	0.314
O	0.436	-7.844	24.969	0.163	-0.276	0.177
O	-17.667	4.138	-2.557	0.116	-0.056	-0.328
O	5.488	6.213	-3.26	0.264	-0.108	-0.252
O	4.173	6.297	-5.483	-0.01	-0.301	0.173
O	-19.603	-4.318	-4.805	0.245	0.013	0.438
O	4.103	4.097	-2.444	0.066	-0.383	-0.151
O	8.057	-6.916	-5.794	0.163	-0.044	0.098
O	-7.074	3.6	-5.894	0.154	0.301	-0.363
O	-7.562	7.065	-6.221	-0.566	-0.318	-0.239
O	-17.965	-3.564	-6.662	-0.228	-0.099	0.317
O	-24.464	4.821	-3.553	0.566	0.207	0.367
O	6.44	4.577	-1.348	0.282	0.244	-0.279
O	-5.049	7.344	25.403	0.133	0.019	0.159
O	-27.402	3.154	-6.653	-0.128	0.294	-0.212
O	2.127	4.428	22.881	0.046	-0.133	0.396
O	-4.537	0.722	-3.679	-0.406	-0.183	0.146
O	-9.018	-7.26	-1.477	-0.117	0.183	-0.521
O	2.213	5.797	25.094	-0.455	0.26	0.293
O	-4.61	3.741	23.292	-0.025	0.336	0.22
O	15.38	1.947	25.473	0.237	-0.09	0.304
O	12.095	3.706	-1.422	-0.266	-0.566	0.015
O	-2.624	-5.566	22.272	0.111	0.113	0.213
O	3.941	-3.387	-1.017	0.137	0.11	-0.384
O	2.875	0.019	22.161	-0.046	-0.037	0.133
O	-6.495	5.241	26.126	-0.14	0.183	-0.06
O	7.168	0.87	-2.567	-0.134	0.418	-0.075
O	2.164	-0.741	25.216	0.556	0.414	-0.076
O	9.542	0.824	-1.358	0.368	-0.392	-0.197
O	5.927	-8.146	-4.999	-0.029	0.137	-0.51
O	-1.585	-3.204	-5.035	-0.09	-0.785	0.146
O	-4.112	-3.815	-5.61	-0.024	-0.279	-0.086
O	-0.098	6.522	-3.281	0.681	0.029	0.561
O	6.95	-2.079	22.935	0.048	-0.548	0
O	4.534	-7.743	25.762	-0.221	-0.135	-0.083
O	-23.757	3.454	24.043	0.043	-0.271	-0.273
O	2.969	-3.196	25.01	-0.024	-0.36	0.61
O	-10.364	-3.257	25.347	0.603	-0.197	-0.064
O	22.366	7.689	-5.101	-0.154	0.339	-0.456
O	-31.078	6.814	-4.671	0.216	0.282	-0.147
O	2.704	8.117	-0.323	0.17	-0.07	-0.415
O	-0.879	7.799	-5.411	0.372	0.174	-0.412
O	23.694	-1.125	-1.291	0.062	0.028	-0.618
O	16.816	2.938	-5.602	-0.247	-0.029	-0.531
O	21.416	0.078	-0.852	-0.169	-0.063	0.332
O	7.21	4.395	25.621	-0.182	-0.09	0.237
O	11.884	-7.186	22.999	0.296	0.272	0.201
O	20.164	6.226	22.765	0.193	-0.298	0.607
O	13.206	-2.172	-3.249	-0.342	-0.397	0.078
O	19.596	-2.536	-3.45	-0.03	-0.01	-0.429
O	24.531	2.588	-0.264	0.078	-0.157	-0.466
O	23.568	3.305	-3.854	0.012	0.404	0.495
O	9.08	3.461	24.133	-0.039	0.335	-0.063
O	13.903	-4.039	-4.943	-0.51	-0.322	-0.307
O	-12.45	5.085	-7.168	-0.485	-0.068	-0.392
O	20.517	1.017	25.734	0.059	-0.454	-0.215
O	24.415	0.022	22.343	-0.099	-0.232	0.262
O	21.829	-5.543	-0.523	0.141	-0.054	-0.562
O	13.668	-2.748	24.183	-0.027	-0.403	-0.028
O	23.599	-5.956	-6.344	0.119	-0.571	0.407
O	31.331	1.691	-5.987	-0.228	0.147	-0.039
O	18.874	-7.778	-6.445	0.373	-0.475	0.318
O	10.053	-7.54	-2.132	0.507	-0.395	-0.005
O	12.89	5.577	-3.121	-0.299	0.348	-0.031
O	16.333	0.014	-0.513	-0.066	0.039	-0.363
O	-12.617	1.978	23.102	0.683	0.206	0.136
O	21.944	-1.284	-3.08	0.673	-0.299	-0.155
O	-19.19	-7.92	-0.46	-0.304	-0.066	-0.509
O	18.178	-7.023	-1.941	-0.403	0.261	-0.445
O	-27.492	-3.189	21.977	0.088	-0.055	0.364
O	10.057	7.275	22.89	0.464	-0.308	0.269
O	14.435	-1.516	-5.489	0.299	-0.144	-0.229
O	-24.791	-2.422	-0.39	0.051	0.107	-0.284
O	29.794	-0.046	25.381	0.302	-0.045	0.667
O	14.571	1.964	-1.18	0.053	0.372	-0.098
O	-21.108	-6.772	-5.503	-0.047	0.276	0.169
O	18.549	3.051	-3.652	-0.476	-0.421	-0.03
O	22.363	4.295	22.99	-0.372	-0.299	0.068
O	13.574	-2.679	-0.431	0.146	0.06	-0.465
O	11.335	-0.544	-4.005	0.395	0.481	-0.472
O	15.056	0.993	-5.931	-0.15	0.384	-0.13
O	18.817	2.904	25.173	-0.406	-0.286	-0.043
O	-23.974	6.612	-5.553	0.227	0.029	-0.233
O	14.166	-6.57	-5.48	0.229	-0.03	-0.523
O	10.964	3.893	-3.859	-0.128	0.356	0.117
O	25.49	7.163	-1.285	-0.066	-0.348	-0.501
O	9.504	-6.743	24.086	0.331	-0.018	0.574
O	12.377	-0.824	23.095	-0.316	0.556	0.017
O	17.4	7.764	-3.89	-0.189	0.17	-0.119
O	24.278	0.99	-4.88	-0.34	-0.521	0.061
O	15.852	-5.398	-3.785	0.255	-0.557	0.175
O	17.476	0.531	-4.821	-0.16	-0.207	0.28
O	21.911	5.939	25.179	-0.039	0.233	-0.33
O	-12.316	7.612	-6.068	0.629	-0.108	0.297
O	21.397	3.368	25.138	-0.022	0.235	0.274
O	-6.441	-2.557	-6.08	0.263	0.278	0.054
O	22.646	-5.47	26.317	0.239	0.058	0.566
O	21.039	6.006	-0.824	0.135	-0.267	-0.291
O	27.789	-0.768	-6.646	-0.305	-0.308	0.16
O	11.433	3.965	22.853	-0.078	0.217	0.319
O	19.508	1.762	-1.419	-0.362	-0.034	-0.008
O	-28.492	6.835	-4.898	0.104	-0.274	-0.023
O	17.622	5.327	-4.833	0.311	0.281	-0.294
O	27.132	-2.734	22.066	-0.04	0.131	0.101
O	17.108	-1.881	22.642	-0.251	-0.332	-0.042
O	17.427	-6.732	25.89	-0.483	0.006	-0.302
O	-28.661	-4.68	-6.941	0.198	-0.167	-0.137
O	17.109	-7.089	22.937	-0.089	0.286	0.471
O	-28.633	1.92	25.384	-0.027	-0.065	0.491
O	15.484	-4.25	23.117	0.667	-0.223	0.113
O	11.556	1.914	-5.398	0.432	-0.381	0.147
O	-27.821	1.942	22.951	0.1	0.17	0.079
O	20.65	-3.443	22.734	-0.019	0.349	0.113
O	20.352	1.818	23.215	0.062	0.081	0.075
O	-20.003	3.553	-1.508	-0.456	-0.265	-0.269
O	16.364	2.756	21.995	-0.198	-0.023	0.272
O	16.29	5.4	-0.35	0.152	-0.076	-0.552
O	24.415	5.405	21.92	0.084	-0.302	0.41
O	-12.253	-3.616	-1.546	-0.058	0.018	-0.15
O	17.619	6.722	22.696	-0.173	0.228	-0.394
O	-19.183	-5.567	22.004	-0.053	-0.041	0.287
O	18.666	-1.367	-6.045	-0.383	-0.483	0.316
O	10.459	-5.054	-0.31	-0.223	0.045	-0.11
O	8.905	-0.844	-3.393	-0.302	-0.418	0.281
O	-30.409	7.415	23.653	0.094	0.085	-0.292
O	23.497	-7.428	-1.335	-0.199	-0.209	-0.184
O	13.5	5.47	22.126	0.229	-0.212	0.599
O	12.665	7.562	-5.917	-0.393	-0.499	0.461
O	13.94	4.077	25.698	0.253	0.027	-0.435
O	-32.378	8.126	25.158	-0.07	0.171	0.178
O	10.848	-2.726	22.182	-0.026	0.016	0.305
O	28.783	-6.916	23.166	-0.423	-0.468	0.313
O	-12.933	-4.159	-3.997	0.105	-0.148	-0.573
O	-1.849	-4.13	25.23	-0.057	-0.272	-0.242
O	20.918	-6.14	-6.102	0.083	0.033	0.51
O	21.335	-2.34	-5.377	0.177	-0.324	0.059
O	-21.18	4.08	23.248	-0.259	0.019	0.449
O	-20.928	6.971	-5.579	-0.067	-0.391	0.113
O	18.973	-5.395	22.094	-0.014	-0.151	0.375
O	16.547	7.451	24.928	-0.198	-0.326	0.182
O	15.121	7.447	22.783	-0.117	0.407	0.446
O	13.463	3.02	-3.421	0.002	0.051	-0.77
O	21.877	5.976	-3.265	0.365	0.35	-0.195
O	15.714	-2.807	-3.515	0.331	0.51	-0.215
O	27.85	-3.299	-5.588	0.378	-0.123	-0.247
O	20.625	3.899	-2.341	-0.102	-0.286	-0.204
O	27.596	-4.754	24.193	-0.145	0.456	0.059
O	7.968	8.06	-3.446	0.181	-0.441	-0.282
O	26.75	-0.343	-3.233	-0.095	-0.024	-0.771
O	25.061	-4.946	25.35	0.204	-0.215	0.398
O	24.914	-3.046	-0.246	0.167	-0.032	-0.694
O	10.173	-5.3	-3.366	-0.207	-0.099	0.284
O	28.274	1.557	-2.297	0.055	-0.259	-0.202
O	9.409	1.753	-3.754	-0.15	0.222	-0.022
O	-22.584	2.289	-3.858	0.084	0.299	0.214
O	18.373	4.266	22.629	0.21	-0.315	0.259
O	13.502	0.419	-2.985	0.433	0.031	-0.288
O	11.831	-7.042	-4.166	-0.418	-0.018	-0.539
O	-6.358	1.284	-6.856	-0.144	-0.536	0.059
O	23.931	4.282	25.052	0.15	0.164	-0.441
O	27.755	3.96	23.072	-0.125	0.596	0.257
O	14.746	-4.575	25.713	0.467	-0.465	-0.173
O	12.179	-6.294	-1.663	0.445	-0.077	-0.357
O	13.604	-5.555	21.998	0.057	-0.025	0.237
O	20.05	-3.678	-1.212	0.031	0.314	-0.308
O	18.93	-0.056	22.049	0.138	-0.235	0.332
O	6.793	6.991	25.727	0.188	0.31	-0.558
O	23.151	1.092	-2.534	-0.372	0.489	0.367
O	18.634	-1.647	24.783	0.366	0.47	-0.245
O	-22.874	1.019	-1.507	0.482	-0.334	-0.093
O	-16.987	1.669	25.806	0.408	0.565	-0.077
O	11.145	7.911	25.195	0.512	0.208	0.532
O	-19.098	5.473	22.377	-0.045	0	0.38
O	1.601	-2.057	23.01	-0.194	-0.507	-0.069
O	18.184	3.988	-1.28	-0.209	0.075	-0.363
O	-24.338	0.358	22.912	-0.307	0.122	-0.142
O	22.56	-1.69	23.178	0.202	0.255	0.344
O	14.362	6.888	-1.329	-0.536	0.24	-0.026
O	-26.904	4.132	-4.101	-0.439	-0.207	-0.019
O	11.749	5.579	26.084	0.388	0.124	-0.203
O	-21.717	2.567	25.414	-0.237	-0.565	0.186
O	16.685	0.033	24.377	0.456	0.187	0.292
O	-17.98	1.997	-1.029	0.255	0.196	-0.108
O	-31.424	-1.366	23.457	-0.523	-0.406	0.21
O	19.237	7.828	-0.294	-0.287	-0.102	0.033
O	-8.676	-1.301	25.704	0.107	0.308	-0.325
O	-26.922	-0.284	-0.218	-0.03	0.183	-0.112
O	31.204	-5.112	-5.463	0.036	0.17	0.09
O	-28.915	1.087	-1.261	-0.416	0.372	-0.202
O	-6.785	0.469	-1.114	0.333	0.236	-0.34
O	-14.611	-7.375	-6.79	-0.715	-0.389	-0.532
O	-29.491	2.26	-5.555	-0.092	0.487	0.224
O	27.674	-1.725	-1.216	-0.526	-0.089	-0.026
O	30.007	-7.922	-3.637	0.27	0.089	-0.074
O	-24.481	2.689	-0.427	0.069	-0.077	-0.52
O	-24.813	-5.78	24.682	-0.605	-0.571	0.09
O	24.433	3.189	-6.319	0.244	0.209	-0.672
O	-29.981	-8.047	-0.307	-0.286	0.041	-0.207
O	31.861	-4.282	-1.052	-0.005	0.297	-0.2
O	-31.282	2.571	-3.687	-0.303	-0.15	0.177
O	28.938	-1.82	-3.443	0.155	0.035	-0.013
O	-27.323	-5.481	-0.412	0.09	0.018	-0.299
O	28.515	-6.715	25.718	0.115	-0.746	-0.029
O	25.634	7.182	23.174	0.521	-0.321	0.35
O	-27.113	-8.046	21.968	0.374	0.103	0.331
O	-30.854	-1.721	-1.064	-0.048	-0.002	-0.176
O	-20.129	-1.047	23.032	0.379	0.453	0.165
O	23.918	5.526	-5.196	0.178	-0.056	-0.117
O	-32.652	0.024	-0.326	0.171	0.086	-0.343
O	30.712	6.675	25.693	-0.105	0.227	-0.227
O	-23.964	-7.127	-6.001	-0.078	0.254	0.538
O	-25.831	1.9	-5.048	0.58	0.04	-0.193
O	26.953	-5.058	-0.317	-0.153	0.132	-0.164
O	-10.831	5.394	25.01	0.238	0.101	0.455
O	9.245	6.139	25.738	-0.029	-0.226	-0.465
O	28.833	1.211	-5.332	-0.156	0.278	0.273
O	-16.85	-4.301	-1.28	0.13	0.324	-0.514
O	9.525	-1.26	-5.938	0.439	-0.059	-0.35
O	31.272	-2.874	-3.854	0.164	0.002	0.528
O	-20.499	-1.02	-1.574	0.144	0.568	-0.153
O	-18.811	1.959	-3.444	-0.454	-0.092	-0.214
O	22.829	-4.154	24.07	0.237	-0.334	-0.305
O	29.886	-2.741	-0.331	0.135	-0.027	-0.46
O	30.817	-0.112	-4.089	0.503	0.041	0.22
O	-26.208	7.921	-5.399	-0.065	-0.174	-0.484
O	30.307	2.479	-3.606	0.311	0.534	-0.325
O	-30.465	-2.908	-3.238	-0.21	0.139	-0.079
O	27.533	-7.778	-4.112	-0.694	-0.419	-0.191
O	29.265	7.114	-5.775	-0.642	-0.567	-0.329
O	-21.714	5.362	-0.543	-0.068	-0.063	-0.412
O	-23.372	7.12	-1.476	-0.456	0.058	-0.439
O	28.588	-1.036	23.321	-0.294	0.442	0.282
O	-30.563	-6.686	-6.513	-0.628	0.004	0.175
O	-9.897	-1.604	23.362	0.019	-0.001	0.061
O	31.695	6.17	-5.283	-0.085	-0.569	-0.15
O	8.405	-3.006	-0.357	0.19	-0.149	-0.543
O	-14.64	0.437	-5.973	0.041	-0.095	0.131
O	28.246	-6.785	-1.672	0.206	-0.287	-0.327
O	-26.451	0.43	24.555	-0.393	-0.036	0.487
O	-26.234	2.931	25.062	0.175	0.055	0.326
O	26.097	1.893	23.214	0.06	-0.068	0.306
O	-28.023	6.858	-1.136	0.234	-0.723	-0.075
O	-29.62	5.244	24.935	0.408	-0.414	0.308
O	-8.465	-3.676	-3.914	-0.139	-0.422	-0.047
O	-12.741	-3.93	26.178	0.08	-0.229	0.347
O	32.168	-3.817	25.81	0.393	-0.617	-0.042
O	-17.537	-4.15	23.206	0.389	-0.066	0.183
O	-25.702	-5.829	22.307	-0.476	0.542	0.324
O	-29.583	-5.197	22.078	0.07	-0.014	0.364
O	2.345	5.241	-6.916	-0.6	0.177	0.224
O	-10.859	-0.011	-0.263	-0.207	-0.066	-0.493
O	-31.534	-6.675	23.09	-0.526	0.067	0.062
O	-17.407	0.927	23.286	-0.31	-0.313	0.143
O	31.956	-3.959	23.072	0.339	-0.081	0.138
O	-18.999	1.24	-5.96	-0.023	-0.553	-0.703
O	20.929	-2.734	25.151	0.296	0.178	0.317
O	-25.866	-1.707	23.155	0.135	-0.479	0.45
O	-22.437	5.935	25.77	0.227	0.038	-0.266
O	24.933	7.611	-6.147	0.271	-0.192	0.158
O	-32.567	2.937	22.326	0.202	0.06	0.405
O	32.53	5.491	-0.426	0.181	0.01	-0.456
O	30.558	7.161	-1.227	-0.449	-0.177	0.008
O	-24.04	-4.805	-7.221	-0.796	0.153	0.268
O	-16.402	2.829	21.906	-0.054	0.244	0.168
O	30.482	-2.395	24.462	0.077	0.15	-0.01
O	-28.402	6.138	22.759	0.463	-0.396	0.325
O	-12.863	-1.572	-3.071	0.546	0.57	-0.357
O	26.301	0.683	-0.866	0.089	-0.55	0.168
O	-21.72	-5.066	-3.413	-0.196	-0.198	-0.267
O	-25.997	-7.69	-1.141	0.192	0.132	0.002
O	29.814	5.44	22.264	0.095	-0.034	0.16
O	31.416	-7.786	-6.343	0.539	-0.209	-0.234
O	25.688	2.051	-2.971	0.097	0.705	-0.372
O	-21.944	-0.18	-3.614	-0.083	-0.154	-0.643
O	-29.843	-4.986	-4.665	-0.041	-0.372	0.494
O	-16.99	0.364	-4.71	0.002	0.156	0.285
O	11.879	-0.942	-1.377	-0.31	0.383	-0.311
O	-23.679	-4.219	22.874	0.235	0.203	0.548
O	-25.153	4.293	-6.019	-0.051	0.175	-0.476
O	-29.025	-3.64	-1.157	0.071	-0.236	-0.286
O	-27.611	-7.721	-3.183	-0.522	0.782	0.183
O	-22.155	1.752	22.913	0.497	-0.283	-0.126
O	-22.347	-7.442	25.192	0.46	0.185	0.151
O	-20.824	-5.803	-1.044	0.019	0.522	0.021
O	31.695	6.918	23.222	0.134	0.279	0.086
O	32.358	7.534	-3.059	0.645	0.078	-0.105
O	-20.036	7.129	26.369	-0.177	0.453	-0.794
O	30.793	1.458	23.417	0.052	-0.125	0.213
O	-13.791	-0.144	22.198	0.127	-0.07	0.417
O	-29.722	0.45	-3.706	-0.091	-0.537	-0.409
O	-15.846	-0.459	24.968	0.105	-0.053	0.329
O	26.503	-2.907	-3.422	-0.51	0.033	0.007
O	-5.599	7.727	-4.765	0.178	-0.223	0.146
O	-10.777	2.893	25.693	0.098	-0.669	0.148
O	-28.538	-1.342	-2.31	0.472	-0.393	-0.429
O	27.518	-5.224	-3.721	0.213	0.274	-0.157
O	-26.197	4.234	-1.523	-0.304	0.179	0.052
O	-17.832	6.618	-1.568	-0.562	0.242	-0.716
O	-22.037	-1.846	24.62	-0.203	0.183	-0.337
O	17.733	-4.076	-2.396	0.002	-0.419	-0.219
O	30.018	-1.841	-5.854	0.532	-0.086	-0.483
O	26.381	1.415	-6.419	0.088	0.149	-0.053
O	-1.19	7.278	23.186	-0.14	0.001	0.468
O	-7.913	-5.092	25.547	0.218	0.62	0.035
O	-3.355	7.142	-6.025	-0.314	-0.234	-0.455
O	28.225	-2.227	25.734	-0.322	0.052	-0.164
O	-5.91	-3.813	-3.753	0.533	-0.375	0.342
O	30.085	-5.311	21.785	0.065	0.133	-0.116
O	-5.517	3.265	-3.732	0.23	-0.181	0.33
O	-29.748	0.152	22.265	0.172	0.115	0.131
O	-23.486	-3.691	25.683	0.306	0.041	0.04
O	-22.608	4.471	-5.343	0.259	0.588	-0.005
O	28.381	1.937	24.532	-0.143	-0.376	0.29
O	-15.209	-1.28	-4.005	-0.05	-0.214	-0.194
O	-22.553	2.081	-6.457	0.254	-0.092	0.189
O	-19.874	-0.935	25.701	0.393	0.333	-0.213
O	15.33	-4.417	-1.394	0.024	-0.355	-0.138
O	31.317	-6.737	-1.726	-0.404	0.094	0.348
O	-32.212	-1.377	26.023	-0.163	0.436	0.19
O	-11.032	-5.82	25.608	-0.299	0.003	-0.176
O	20.091	-6.227	25.817	0.179	-0.061	-0.607
O	-31.014	0.762	25.004	-0.251	0.275	0.037
O	30.59	2.449	25.865	0.305	0.202	-0.106
O	-11.138	4.754	-3.357	0.171	0.074	-0.452
O	18.563	-5.096	-6.649	0.133	0.184	0.144
O	-14.508	-4.882	-6.016	-0.244	0.549	-0.104
O	-0.108	0.312	25.877	0.148	-0.258	0.14
O	-10.091	3.681	23.132	-0.19	-0.313	0.022
O	-10.739	-8.111	22.247	-0.122	0.02	0.225
O	-8.082	3.185	-3.506	-0.098	0.252	0.498
O	-8.816	-1.299	-1.153	0.199	-0.574	-0.166
O	-19.158	5.858	-7.1	-0.262	0.048	-0.252
O	-16.048	5.052	-0.651	0.011	0.596	0.176
O	-32.633	-5.107	-3.347	0.52	-0.305	-0.327
O	-20.793	-7.295	23.047	0.388	-0.015	0.484
O	-12.419	6.591	23.275	-0.22	-0.212	-0.115
O	20.058	-0.125	-4.307	0.329	0.225	0.458
O	-24.338	5.551	21.892	-0.091	0.015	0.07
O	-1.305	1.262	23.642	-0.083	0.057	0.186
O	-16.708	-6.935	24.942	0.48	0.389	-0.104
O	7.143	-6.217	23.106	-0.153	0.106	0.275
O	25.362	-4.502	22.826	-0.459	-0.052	-0.002
O	-13.51	-6.774	-4.521	0.417	-0.142	0.466
O	-16.61	-7.974	-4.238	0.252	0.317	0.191
O	-8.165	0.044	22.299	0.175	0.093	0.542
O	-10.762	-5.498	-0.564	-0.22	0.168	-0.347
O	-28.189	-6.865	-5.564	0.467	0.013	-0.271
O	13.951	7.949	-3.617	0.327	0.311	0.078
O	1.605	2.811	-5.979	0.099	-0.433	-0.117
O	-3.665	-1.738	-4.151	-0.474	-0.137	0.17
O	-17.114	6.094	-5.373	-0.158	-0.046	0.137
O	-13.23	2.466	-6.943	-0.345	0.228	0.203
O	-16.359	0.08	-0.323	-0.032	0.02	-0.337
O	-3.98	-0.847	-1.649	-0.264	0.313	-0.248
O	-15.202	-7.679	23.01	0.028	-0.407	-0.049
O	-20.189	4.535	26.09	0.381	0.158	-0.522
O	-15.479	-6.549	-1.384	-0.287	-0.196	-0.552
O	14.684	1.129	22.992	-0.278	-0.299	0.058
O	-22.628	7.141	23.041	-0.094	-0.281	0.513
O	-24.507	0.368	-3.49	-0.045	-0.267	0.245
O	-31.974	-3.554	-5.311	0.063	0.089	-0.877
O	-8.834	-7.32	26.126	0.541	-0.572	-0.102
O	-32.305	5.442	25.047	-0.016	-0.395	-0.216
O	-12.298	1.906	-1.158	0.254	0.34	-0.153
O	-2.987	-1.785	-6.73	-0.15	-0.157	-0.445
O	-18.933	-2.788	-0.503	-0.122	0.054	-0.093
O	15.704	1.765	-3.497	0.451	-0.02	0.42
O	-17.356	-2.547	25.085	-0.126	0.269	0.475
O	8.352	0.013	22.192	0.014	-0.042	0.436
O	-8.516	4.063	25.082	0.154	0.082	-0.337
O	-4.173	-6.731	-5.978	0.428	0.117	-0.013
O	-21.062	-2.569	-3.643	-0.357	-0.116	0.129
O	-5.441	5.418	-0.453	0.114	-0.256	-0.686
O	-23.318	-6.774	22.812	0.209	-0.045	-0.703
O	-19.794	-3.254	24.414	-0.2	-0.34	-0.2
O	18.604	-4.287	25.13	-0.528	-0.206	-0.432
O	-8.641	1.547	-5.472	-0.472	-0.541	-0.299
O	-6.153	2.844	25.342	-0.004	-0.463	0.13
O	23.702	-7.212	23.247	-0.358	0.459	0.507
O	-14.792	-2.898	25.045	0.267	-0.27	-0.35
O	-7.195	7.18	-1.291	0.18	0.192	-0.271
O	5.633	-2.826	25.094	0.08	-0.124	0.611
O	-14.786	-1.617	-1.381	0.168	-0.654	-0.231
O	-10.528	-3.718	-5.927	-0.523	-0.36	0.214
O	15.816	7.047	-5.888	-0.165	-0.196	0.132
O	-8.916	-6.401	23.274	-0.119	0.211	0.2
O	-29.883	5.092	-6.238	0.116	-0.81	-0.104
O	-15.858	5.98	-3.115	0.691	-0.182	0.247
O	-0.001	-1.193	-4.52	0.573	0.012	0.431
O	2.784	-5.572	-4.277	0.275	0.102	-0.217
O	-11.297	3.441	-5.553	0.456	0.056	0.114
O	-15.793	-1.926	22.848	-0.179	-0.214	-0.087
O	4.448	-2.235	-5.745	-0.318	-0.04	0.284
O	-5.071	-0.992	25.346	-0.616	0.133	-0.396
O	-26.238	6.469	-2.848	-0.025	0.125	-0.243
O	-20.459	3.231	-5.371	0.15	0.443	0.434
O	1.072	-3.629	-5.254	0.138	-0.231	-0.424
O	-14.2	0.701	-2.557	-0.37	0.119	0.019
O	-29.642	-1.472	25.422	0.2	0.132	-0.434
O	-11.979	-4.243	23.598	0.327	0.218	0.255
O	-11.027	7.964	25.116	-0.044	0.185	-0.249
O	-21.733	8.087	-3.323	0.227	-0.195	0.039
O	10.385	1.581	23.064	0.143	-0.342	0.29
O	-10.136	4.353	-1.017	-0.354	0.104	-0.269
O	-8.175	5.378	22.291	0.103	0.006	0.436
O	-13.705	-5.627	22.324	0.146	-0.078	0.392
O	-4.383	1.294	24.172	0.431	0.192	0.112
O	-4.134	-3.336	26.117	-0.153	-0.261	-0.278
O	-15.324	-5.019	-3.462	0.114	0.072	-0.056
O	-22.904	-4.056	-1.352	-0.073	0.265	-0.422
O	18.885	-6.324	-4.343	-0.005	0.667	0.256
O	24.399	7.591	-3.555	0.337	-0.426	0.021
O	25.639	-4.594	-5.489	-0.483	-0.046	0.08
O	-16.194	-1.644	-6.392	0.365	-0.048	0.234
O	8.359	-4.241	-5.021	0.156	0.346	-0.599
O	-30.965	3.835	-1.411	0.242	-0.303	-0.1
O	29.191	3.791	-1.385	0.447	0.187	-0.571
O	-21.796	-2.746	21.942	-0.104	-0.134	0.414
O	19.463	1.099	-6.512	0.041	0.606	-0.003
O	-31.577	0.722	-5.598	-0.337	-0.431	-0.005
O	-7.051	-4.582	23.189	-0.16	0.39	0.137
O	-31.5	-6.11	-1.18	0.352	0.124	-0.557
O	-27.105	0.819	-3.009	0.269	0.088	0.529
O	16.577	4.263	25.569	-0.076	0.171	-0.024
O	-5.393	-5.421	-0.488	-0.047	0.097	-0.276
O	-14.555	7.037	-5.025	0.235	-0.665	-0.269
O	-17.874	-6.06	-5.553	0.267	-0.142	-0.299
O	-13.645	8.087	-0.494	-0.034	0.046	-0.294
O	-13.249	3.461	25.151	-0.024	0.773	-0.128
O	-9.599	6.602	-2.228	0.039	0.011	-0.496
O	23.693	-2.977	26.206	-0.36	0.307	-0.209
O	9.299	3.025	-5.97	-0.405	0.846	-0.222
O	7.908	-5.113	25.421	-0.397	0.193	0.01
O	16.17	-2.517	24.982	0.039	0.055	0.508
O	5.404	-0.771	-3.668	-0.633	0.229	-0.013
O	26.148	-6.797	23.941	0.385	-0.208	-0.273
O	-24.355	-7.991	-3.6	-0.432	0.07	0.109
O	23.01	4.434	-1.363	0.46	0.012	-0.589
O	-13.082	6.632	25.806	0.241	0.17	0.118
O	-25.026	5.39	25.173	-0.317	0.211	-0.262
O	-12.968	2.852	-3.491	-0.213	0.07	-0.246
O	-30.094	-6.756	25.258	-0.056	0.299	-0.358
O	-24.434	-1.143	25.203	-0.115	0.064	0.566
O	11.47	3.045	25.24	0.063	-0.419	0.248
O	-30.941	3.271	25.917	-0.193	-0.043	-0.059
O	26.38	3.488	25.33	0.145	-0.308	0.155
O	-15.602	7.03	25.124	-0.074	-0.638	0.145
O	-28.047	0.523	-6.903	-0.432	-0.228	-0.435
O	-30.772	4.949	22.673	-0.161	0.002	0.296
O	21.84	-7.964	26.356	0.128	-0.145	-0.395
O	-21.989	-3.933	-5.782	0.03	-0.426	-0.138
O	-12.008	6.223	-1.36	-0.358	-0.049	-0.444
O	-6.933	5.522	-4.116	-0.221	0.184	0.412
O	0.514	-5.22	24.459	0.568	-0.179	-0.256
O	25.714	5.834	26.373	0.723	0.079	-0.171
O	-17.978	3.748	-6.143	0.251	-0.187	0.111
O	-8.22	2.619	-0.4	-0.135	-0.002	-0.306
O	-6.259	-5.157	-6.023	-0.594	-0.157	0.154
O	30.159	-5.045	24.624	0.199	-0.209	0.272
O	-32.384	4.938	-3.357	-0.435	-0.366	0.067
O	-4.195	2.368	-5.765	0.13	0.481	-0.239
O	-23.151	-6.609	-1.788	-0.445	0.098	0.416
O	-18.364	-5.056	25.592	-0.396	-0.081	0.18
O	30.73	1.671	-1.206	0.398	0.164	-0.416
O	-27.597	-2.104	-7.115	0.207	0.083	0.008
O	-17.444	7.345	23.267	-0.23	-0.081	0.352
O	-1.71	2.322	26.11	-0.089	0.43	-0.234
O	-19.235	-7.877	-4.09	0.104	-0.248	0.134
O	-19.364	-0.551	-3.958	0.139	-0.271	0.157
O	-26.097	4.218	22.986	-0.581	-0.123	0.155
O	15.511	5.914	-3.517	0.248	-0.383	-0.029
O	12.01	-1.39	25.721	-0.115	0.454	-0.02
O	4.59	-5.186	25.399	0.658	-0.019	0.085
O	6.862	1.964	24.662	0.597	-0.09	0.245
O	-29.788	4.798	-3.615	0.473	-0.256	-0.034
O	29.192	-6.622	-5.877	-0.509	0.451	-0.185
O	10.465	-2.953	-4.252	0.305	-0.082	0.168
O	19.284	3.778	-6.058	-0.281	-0.38	-0.615
O	-23.61	-2.174	-6.668	-0.008	0.207	0.711
O	-2.932	2.725	-3.517	0.293	0.059	-0.477
O	18.763	5.534	24.82	0.308	0.228	0.425
O	24.658	8.047	25.53	-0.238	0.386	-0.087
O	-15.04	1.847	24.097	-0.086	0.202	0.144
O	5.661	-0.344	24.257	-0.49	-0.07	-0.022
O	-26.598	-0.671	-4.983	-0.24	-0.526	0.391
O	20.418	6.031	-5.48	-0.295	0.268	-0.256
O	-14.572	3.064	-1.356	-0.364	-0.104	-0.352
O	10.724	-5.04	-5.958	0.55	0.191	-0.11
O	25.741	-6.781	-2.47	-0.102	0.439	0.166
O	-3.687	3.614	-1.178	-0.25	-0.313	-0.426
O	-11.242	-0.737	25.458	-0.136	0.297	-0.317
O	16.004	-4.685	-6.317	-0.102	-0.098	-0.239
O	-17.671	-6.094	-2.893	-0.216	-0.121	0.22
O	14.147	-0.282	25.033	-0.077	-0.124	0.632
O	18.209	-1.733	-1.323	0.36	-0.017	-0.147
O	21.74	8.078	22.021	-0.008	0.065	0.525
O	21.925	3.878	-5.793	-0.242	-0.435	-0.017
O	12.73	0.07	-6.815	-0.002	-0.627	-0.154
O	27.282	5.434	-0.477	0.159	-0.217	-0.296
O	-25.87	-4.203	26.374	0.13	0.626	-0.415

Results
total energy: -406622.297 eV
total energy less fixed offsets of O -438.25, Si -107.07 eV per atom: -9.497 eV
